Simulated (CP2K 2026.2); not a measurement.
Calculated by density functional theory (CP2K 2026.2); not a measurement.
Periodic cell of 3024 atoms, Si2160O864, from a study of silicon, its oxide and their interface. The atomic structure is a simulated model.
Doubt: the forces sum to 9.47 eV/angstrom along one axis rather than to zero, so they err by at least 0.0031 eV/angstrom per atom on average; the grid cutoff is modest.

Settings: functional PBE; method Gaussian and plane waves; basis set DZVP-MOLOPT-SR-GTH; pseudopotentials GTH-PBE; grid cutoff 300 Ry, relative cutoff 40 Ry; k points Gamma only; occupations fixed; spin none; net charge 0.

Cell vectors (angstrom)
a 97.92 0 0
b 0 16.32 0
c -4.652 5.6027 33.5446

Atoms: element, x, y, z (angstrom)
Si 1.713 -1.507 0.035
Si 3.84 1.664 0.167
Si 1.636 3.831 0.166
Si 4.257 6.537 0.063
Si 1.08 -6.59 0.017
Si 3.812 -3.837 -0.042
Si 6.966 -1.579 -0.023
Si 9.628 1.275 0.065
Si 6.502 4.373 0.041
Si 9.23 7.204 -0.019
Si 6.989 9.452 0.035
Si -7.139 -4.041 0.052
Si -4.493 -1.03 -0.313
Si -1.558 1.492 -0.034
Si -3.801 3.704 0.043
Si -1.616 6.982 0.015
Si -3.781 -7.014 -0.195
Si -1.052 -4.309 0
Si 2.752 0.032 1.441
Si 5.397 2.836 1.438
Si 2.748 5.418 1.463
Si 5.399 8.212 1.271
Si 2.663 -5.402 1.289
Si 5.399 -2.714 1.313
Si 8.078 0.033 1.32
Si -5.421 2.682 1.378
Si 8.114 5.561 1.278
Si -5.469 8.243 1.164
Si 8.085 -5.374 1.457
Si -5.517 -2.688 1.092
Si -2.833 -0.059 1.161
Si -0.017 2.662 1.328
Si -2.769 5.41 1.297
Si -0.059 8.159 1.329
Si -2.729 -5.421 1.208
Si 0.06 -2.683 1.27
Si 1.301 1.335 2.742
Si 4.071 4.122 2.864
Si 1.324 6.824 2.683
Si 4.028 9.557 2.636
Si 1.352 -4.038 2.697
Si 4.124 -1.326 2.739
Si 6.759 1.406 2.696
Si 9.48 4.196 2.654
Si 6.761 6.888 2.69
Si 9.519 -6.726 2.751
Si 6.693 -4.044 2.764
Si -6.935 -1.338 2.494
Si -4.092 1.286 2.677
Si -1.364 4.087 2.656
Si -4.174 6.815 2.582
Si -1.425 -6.774 2.661
Si -4.133 -4.024 2.507
Si -1.42 -1.365 2.552
Si -0.1 -0.019 4.018
Si 2.654 2.724 4.104
Si -0.04 5.461 4.034
Si 2.675 8.209 4.022
Si -0.052 -5.403 4.016
Si 2.709 -2.683 4.059
Si 5.433 0.054 4.098
Si 8.136 2.786 4.023
Si 5.439 5.533 4.116
Si 8.122 -8.092 4.072
Si 5.346 -5.425 4.073
Si 8.075 -2.67 4.101
Si -5.546 -0.032 3.954
Si -2.744 2.713 3.999
Si -5.505 5.476 3.983
Si -2.803 8.171 3.975
Si -5.458 -5.367 3.957
Si -2.775 -2.711 3.931
Si 1.274 -1.283 16.285
Si 4.012 1.425 16.321
Si 1.298 4.15 16.299
Si 4.013 6.851 16.271
Si 1.282 -6.745 16.289
Si 4.006 -4.028 16.266
Si 6.745 -1.274 16.267
Si -6.872 1.449 16.224
Si 6.731 4.161 16.271
Si -6.833 6.88 16.293
Si 6.734 -6.733 16.249
Si -6.824 -4.03 16.22
Si -4.137 -1.302 16.25
Si -1.407 1.439 16.271
Si -4.105 4.211 16.268
Si -1.428 6.86 16.303
Si -4.151 9.545 16.285
Si -1.429 -4.038 16.279
Si 2.593 0.099 17.672
Si 5.399 2.805 17.654
Si 2.678 5.492 17.658
Si 5.353 8.249 17.6
Si 2.643 -5.381 17.641
Si 5.368 -2.646 17.587
Si 8.113 0.116 17.6
Si -5.541 2.878 17.529
Si 8.091 5.491 17.656
Si -5.486 8.205 17.713
Si 8.129 -5.409 17.598
Si -5.514 -2.653 17.599
Si -2.774 0.067 17.593
Si -0.074 2.806 17.663
Si -2.764 5.535 17.727
Si -0.07 -8.104 17.662
Si -2.796 -5.415 17.622
Si -0.066 -2.676 17.634
Si 1.257 1.499 19.085
Si 4.032 4.13 19.04
Si 1.334 6.874 19.008
Si 3.989 -6.747 18.999
Si 1.274 -4.053 19.017
Si 3.947 -1.33 18.942
Si 6.78 1.464 19.011
Si -6.835 4.197 19.001
Si 6.73 6.953 18.961
Si -6.834 9.569 19.095
Si 6.794 -3.979 18.894
Si 9.565 -1.185 18.893
Si -4.175 1.519 18.807
Si -1.378 4.165 19.077
Si -4.135 6.872 19.132
Si -1.459 -6.763 19.025
Si -4.189 -4.061 18.936
Si -1.431 -1.312 18.969
Si -0.134 0.079 20.377
Si 2.666 2.84 20.501
Si 0.057 5.501 20.431
Si 2.63 8.267 20.423
Si -0.11 -5.383 20.374
Si 2.593 -2.684 20.382
Si 5.313 0.1 20.204
Si 8.175 2.705 20.476
Si 5.378 5.594 20.294
Si 8.053 8.265 20.423
Si 5.354 -5.316 20.232
Si 8.242 -2.565 20.17
Si -5.564 0.218 20.136
Si -2.885 2.814 20.274
Si -5.51 5.512 20.487
Si -2.767 -8.092 20.502
Si -5.446 -5.371 20.443
Si -2.853 -2.695 20.248
Si 1.424 -1.1 21.664
Si 3.73 1.086 21.646
Si 1.674 4.511 21.895
Si 3.892 6.769 21.713
Si 0.984 -6.959 21.747
Si 4.305 -3.749 21.601
Si 6.549 -1.486 21.323
Si -6.576 1.714 21.659
Si 6.942 4.411 21.537
Si -7.197 6.637 21.701
Si 7.024 -6.18 21.566
Si 9.49 -4.123 21.394
Si -4.122 -1.086 21.348
Si -1.925 1.098 21.506
Si -4.343 3.907 21.794
Si -1.122 7.036 21.715
Si -3.828 -6.428 21.827
Si -1.669 -4.153 21.637
Si 4.593 1.154 24.652
Si 0.124 1.376 -4.836
Si 8.373 4.539 -4.411
Si -4.019 -4.428 -7.018
Si -5.846 2.049 -4.709
Si 4.762 -3.719 24.621
Si -10.38 -5.843 24.71
Si -1.373 -7.528 -4.692
Si 5.6 0.304 -2.117
Si 5.332 7.704 24.369
Si -6.787 7.146 24.745
Si -2.883 5.718 23.904
Si 2.336 7.801 -2.14
Si 2.335 2.747 -6.602
Si 7.81 2.511 -2.187
Si -4.399 3.986 -2.913
Si -2.03 2.077 24.494
Si -4.281 -7.988 24.483
Si -4.109 -2.305 -3.207
Si 3.611 0.166 -7.213
Si 6.596 -1.224 24.314
Si 5.565 -5.201 -2.297
Si 0.292 3.887 24.719
Si -4.131 -1.522 -6.092
Si 0.04 -0.187 -2.215
Si -7.14 6.921 -5.38
Si -8.711 0.548 23.448
Si 8.296 -8.083 -6.603
Si -5.618 -2.377 23.797
Si -6.128 -5.634 -5.125
Si 3.481 8.119 -6.865
Si -1.304 -3.022 -2.802
Si 0.342 -4.999 -4.678
Si 0.085 -2.783 23.9
Si 4.442 -1.297 -4.475
Si 4.696 -4.199 -7.236
Si -1.6 6.245 -5.889
Si -5.699 6.662 -2.901
Si 6.52 3.052 24.112
Si 7.275 -5.155 -6.653
Si -6.614 -3.939 -2.81
Si -1.459 3.906 -4.104
Si -3.724 -3.705 25.863
Si 2.739 -3.432 -5.019
Si 4.398 -7.491 -4.133
Si 0.506 -3.154 -6.96
Si 1.211 -5.551 24.538
Si -1.351 -0.583 -6.86
Si 6.959 -3.13 -4.212
Si 0.22 5.579 -2.089
Si 7.624 -6.654 24.278
Si -7.267 -1.31 26.18
Si -4.077 -7.15 -3.17
Si -1.311 -5.41 26.213
Si 1.298 -1.341 5.384
Si 4.032 1.383 5.442
Si 1.302 4.116 5.422
Si 4.03 6.875 5.422
Si 1.305 9.561 5.382
Si 4.018 -4.053 5.438
Si 6.753 -1.309 5.474
Si 9.433 1.439 5.474
Si 6.785 4.132 5.424
Si -6.838 6.818 5.384
Si 6.743 -6.752 5.426
Si -6.861 -4.034 5.304
Si -4.151 -1.362 5.313
Si -1.412 1.372 5.388
Si -4.129 4.097 5.328
Si -1.429 6.83 5.354
Si -4.128 -6.753 5.337
Si -1.426 -4.042 5.348
Si 2.65 0.022 6.768
Si 5.396 2.773 6.771
Si 2.667 5.493 6.762
Si 5.385 -8.101 6.794
Si 2.646 -5.407 6.775
Si 5.378 -2.683 6.794
Si 8.095 0.063 6.827
Si -5.472 2.745 6.721
Si -8.197 5.476 6.757
Si -5.484 -8.111 6.713
Si -8.202 -5.399 6.69
Si -5.502 -2.695 6.699
Si -2.801 0.012 6.707
Si -0.063 2.744 6.756
Si -2.783 5.464 6.711
Si -0.066 8.193 6.723
Si -2.773 -5.405 6.715
Si -0.068 -2.694 6.736
Si 1.3 1.398 8.12
Si 4.026 4.133 8.121
Si 1.294 6.85 8.106
Si 4.016 -6.746 8.143
Si 1.286 -4.04 8.118
Si 4.009 -1.323 8.14
Si 6.729 1.42 8.162
Si -6.834 4.106 8.092
Si 6.743 6.847 8.142
Si -6.85 -6.754 8.07
Si 6.753 -4.032 8.143
Si -6.846 -1.325 8.074
Si -4.126 1.389 8.089
Si -1.425 4.118 8.094
Si -4.131 6.839 8.075
Si -1.416 -6.759 8.087
Si -4.139 -4.044 8.071
Si -1.427 -1.323 8.085
Si -0.071 0.038 9.464
Si 2.661 2.767 9.473
Si -0.065 5.482 9.457
Si 2.649 -8.114 9.482
Si -0.068 -5.403 9.468
Si 2.645 -2.681 9.488
Si 5.368 0.047 9.498
Si -8.202 2.757 9.455
Si 5.377 5.489 9.492
Si -8.204 -8.109 9.446
Si 5.381 -5.385 9.496
Si -8.203 -2.684 9.442
Si -5.494 0.038 9.447
Si -2.774 2.756 9.457
Si -5.486 5.483 9.447
Si -2.776 -8.121 9.444
Si -5.493 -5.397 9.437
Si -2.783 -2.682 9.445
Si 1.288 -1.31 10.838
Si 4.011 1.413 10.847
Si 1.296 4.131 10.826
Si 4.009 -9.472 10.844
Si 1.292 -6.75 10.84
Si 4.015 -4.026 10.851
Si 6.742 -1.303 10.854
Si -6.841 1.407 10.816
Si -9.56 4.13 10.812
Si -6.846 -9.471 10.804
Si -9.567 -6.761 10.815
Si -6.844 -4.038 10.807
Si -4.13 -1.314 10.811
Si -1.416 1.407 10.829
Si -4.127 4.128 10.813
Si -1.418 6.849 10.817
Si -4.133 -6.753 10.8
Si -1.424 -4.034 10.818
Si 2.648 0.054 12.201
Si 5.373 2.774 12.205
Si 2.646 5.489 12.202
Si 5.371 -8.108 12.198
Si 2.649 -5.386 12.203
Si 5.372 -2.657 12.207
Si 8.108 0.053 12.216
Si -5.485 2.777 12.178
Si -8.203 5.497 12.175
Si -5.492 -8.105 12.164
Si -8.205 -5.396 12.168
Si -5.483 -2.677 12.169
Si -2.784 0.054 12.186
Si -0.057 2.772 12.191
Si -2.773 5.491 12.179
Si -0.069 8.206 12.193
Si -2.775 -5.4 12.173
Si -0.073 -2.671 12.19
Si 1.302 1.421 13.564
Si 4.008 4.131 13.563
Si 1.286 6.852 13.562
Si 4.007 -6.752 13.558
Si 1.29 -4.018 13.561
Si 4.012 -1.295 13.568
Si 6.738 1.425 13.565
Si -6.83 4.155 13.536
Si 6.739 -9.465 13.55
Si -6.85 -6.753 13.535
Si 6.737 -4.016 13.557
Si 9.482 -1.319 13.556
Si -4.129 1.43 13.552
Si -1.411 4.141 13.548
Si -4.128 6.869 13.526
Si -1.425 9.569 13.554
Si -4.124 -4.038 13.532
Si -1.428 -1.306 13.549
Si -0.072 0.063 14.905
Si 2.657 2.78 14.941
Si -0.07 5.497 14.934
Si 2.642 8.213 14.924
Si -0.068 -5.388 14.914
Si 2.644 -2.649 14.927
Si 5.367 0.078 14.927
Si 8.105 2.797 14.908
Si 5.372 5.502 14.903
Si 8.1 -8.123 14.919
Si 5.368 -5.379 14.899
Si 8.102 -2.658 14.917
Si -5.496 0.066 14.896
Si -2.773 2.802 14.918
Si -5.48 5.537 14.901
Si -2.781 8.205 14.918
Si -5.473 -5.405 14.887
Si -2.779 -2.676 14.905
Si 18.042 -1.586 0.188
Si 20.096 1.846 -0.06
Si 17.766 3.977 0.071
Si 20.656 6.681 0.017
Si 17.456 -6.421 0.145
Si 20.174 -3.851 0.193
Si 22.96 -1.277 -0.053
Si 26.093 1.275 0.055
Si 22.881 4.489 0.07
Si 25.636 7.145 -0.088
Si 23.299 9.275 -0.032
Si 9.14 -3.825 0.078
Si 11.894 -0.867 0.304
Si 14.739 1.397 0.481
Si 12.627 3.703 0.012
Si 14.673 7.05 0.093
Si 12.484 -7.073 0.221
Si 15.317 -4.171 0.186
Si 19.155 0.116 1.318
Si 21.721 2.871 1.322
Si 19.019 5.544 1.312
Si 21.801 8.187 1.401
Si 19.014 -5.365 1.522
Si 21.784 -2.671 1.409
Si 24.443 0.064 1.238
Si 10.844 2.829 1.323
Si 24.529 5.585 1.326
Si 10.843 -8.174 1.44
Si 24.522 10.928 1.189
Si 10.758 -2.633 1.359
Si 13.461 0.029 1.768
Si 16.329 2.763 1.48
Si 13.572 5.422 1.365
Si 16.282 8.248 1.348
Si 13.638 -5.365 1.361
Si 16.423 -2.653 1.545
Si 17.731 1.377 2.748
Si 20.367 4.182 2.728
Si 17.679 6.9 2.684
Si 20.434 9.555 2.738
Si 17.722 -4.011 2.923
Si 20.475 -1.237 2.739
Si 23.12 1.458 2.627
Si 25.818 4.185 2.739
Si 23.178 6.87 2.77
Si 25.921 9.588 2.598
Si 23.197 12.255 2.651
Si 9.421 -1.299 2.758
Si 12.099 1.512 2.893
Si 14.963 4.154 2.786
Si 12.178 6.742 2.755
Si 14.95 -6.731 2.769
Si 12.205 -4.002 2.662
Si 14.962 -1.364 2.865
Si 16.341 0.053 4.127
Si 19.06 2.775 4.096
Si 16.341 5.532 4.086
Si 19.056 8.206 4.084
Si 16.312 -5.41 4.171
Si 19.119 -2.603 4.142
Si 21.833 0.098 4.078
Si 24.472 2.784 4.048
Si 21.785 5.492 4.087
Si 24.575 8.251 4.05
Si 21.825 10.927 4.049
Si 24.511 -2.69 4.048
Si 10.763 0.064 4.152
Si 13.571 2.824 4.156
Si 10.813 5.459 4.125
Si 13.567 8.18 4.063
Si 10.883 -5.362 4.074
Si 13.558 -2.726 4.128
Si 17.656 -1.353 16.235
Si 20.407 1.339 16.287
Si 17.666 4.078 16.281
Si 20.381 6.771 16.215
Si 17.654 -6.795 16.234
Si 20.408 -4.135 16.228
Si 23.155 -1.365 16.317
Si 9.488 1.416 16.217
Si 23.129 4.045 16.281
Si 9.466 -9.507 16.264
Si 23.131 9.522 16.282
Si 9.481 -4.022 16.254
Si 12.266 -1.288 16.24
Si 14.955 1.377 16.271
Si 12.212 4.107 16.231
Si 14.923 6.804 16.231
Si 12.18 -6.766 16.249
Si 14.961 -4.045 16.222
Si 19.013 -0.032 17.606
Si 21.787 2.674 17.648
Si 19.029 5.449 17.613
Si 21.71 8.143 17.55
Si 19.011 -5.449 17.598
Si 21.798 -2.822 17.571
Si 24.531 -0.031 17.722
Si 10.864 2.74 17.572
Si 24.451 5.411 17.655
Si 10.834 -8.159 17.606
Si 24.525 10.84 17.665
Si 10.859 -2.613 17.547
Si 13.642 0.013 17.665
Si 16.301 2.721 17.651
Si 13.576 5.44 17.597
Si 16.273 -8.155 17.569
Si 13.563 -5.377 17.543
Si 16.304 -2.698 17.61
Si 17.661 1.325 18.994
Si 20.408 4.066 18.939
Si 17.634 6.82 18.948
Si 20.317 -6.888 18.913
Si 17.648 -4.076 18.946
Si 20.346 -1.532 18.843
Si 23.142 1.313 19.048
Si 9.442 4.01 18.935
Si 23.047 6.813 18.919
Si 9.472 -6.806 18.96
Si 23.162 -4.122 19.002
Si 25.859 -1.393 19.148
Si 12.283 1.449 18.946
Si 14.944 4.123 18.995
Si 12.175 -9.567 18.942
Si 14.853 -6.807 18.873
Si 12.24 -3.952 18.868
Si 15.01 -1.367 19.064
Si 16.412 -0.049 20.478
Si 19.056 2.7 20.279
Si 16.312 5.461 20.352
Si 18.917 8.206 20.359
Si 16.224 -5.435 20.189
Si 19.036 -2.819 20.355
Si 21.757 -0.24 20.129
Si 24.382 2.71 20.516
Si 21.685 5.501 20.288
Si 24.447 8.081 20.291
Si 21.749 -5.602 20.178
Si 24.514 -2.803 20.507
Si 10.923 0.126 20.31
Si 13.626 2.775 20.375
Si 10.788 5.373 20.246
Si 13.535 -8.211 20.261
Si 10.939 -5.394 20.128
Si 13.539 -2.683 20.377
Si 18.113 -1.162 21.775
Si 20.293 1.029 21.341
Si 17.887 4.233 21.618
Si 20.016 6.556 21.592
Si 17.284 -6.913 21.618
Si 20.563 -4.189 21.533
Si 22.699 -1.822 21.626
Si 9.868 1.578 21.828
Si 23.196 4.418 21.697
Si 9.217 6.529 21.533
Si 23.249 -6.712 21.563
Si 25.521 -4.521 21.803
Si 12.527 -0.931 21.637
Si 14.853 1.221 21.69
Si 11.981 3.903 21.648
Si 15.165 -9.221 21.616
Si 12.382 -6.612 21.499
Si 14.643 -4.398 21.535
Si 21.666 1.423 24.047
Si 16.086 2.299 -3.406
Si 23.773 3.947 -4.671
Si 11.217 -4.843 -4.736
Si 3.925 -6.323 25.962
Si 18.759 -7.617 26.051
Si 13.592 1.545 -4.787
Si 13.858 -8.11 -5.879
Si 21.814 0.679 -2.104
Si 20.573 6.875 24.59
Si 10.348 -7.825 23.536
Si 13.821 5.303 23.782
Si 18.76 8.078 -1.999
Si 21.112 3.569 -5.753
Si 24.274 2.631 -2.042
Si 14.731 5.811 -4.456
Si 12.257 -1.569 24.621
Si 17.23 0.666 -6.985
Si 12.175 -2.551 -1.969
Si 18.158 3.204 -5.541
Si 21.791 -1.446 24.442
Si 21.842 -5.321 -2.083
Si 16.084 3.059 23.885
Si 7.178 5.66 25.292
Si 16.249 -0.151 -1.802
Si 6.872 6.961 -4.308
Si 8.495 0.866 24.448
Si 23.837 -6.829 -6.202
Si 11.069 -4.033 24.142
Si 13.391 -3.415 -6.276
Si 16.388 -6.375 -6.258
Si 14.853 -2.694 -2.555
Si 16.138 -3.636 -4.897
Si 18.883 -2.395 24.471
Si 21.217 -1.33 -4.228
Si 20.815 -2.794 -6.635
Si 13.454 3.75 -2.864
Si 9.517 6.932 -3.05
Si 21.745 4.082 24.543
Si 21.129 -5.617 -5.099
Si 9.871 -2.297 -3.963
Si 9.366 -5.096 26.216
Si 14.034 -3.763 24.257
Si 18.506 -1.631 -5.382
Si 18.907 -7.727 -5.1
Si 11.846 -0.732 -5.465
Si 18.82 -5.34 23.861
Si 9.783 7.003 25.952
Si 23.409 -2.864 -2.605
Si 16.506 5.827 -2.073
Si 22.803 -7.452 24.52
Si 10.821 -7.679 -5.095
Si 11.198 -5.102 -1.624
Si 19.33 5.787 -6.479
Si 17.704 -1.298 5.485
Si 20.441 1.423 5.442
Si 17.688 4.139 5.435
Si 20.422 6.846 5.44
Si 17.706 9.551 5.471
Si 20.479 12.299 5.432
Si 23.17 -1.312 5.414
Si 25.886 1.408 5.373
Si 23.131 4.117 5.442
Si 9.463 6.856 5.442
Si 23.184 9.574 5.417
Si 9.482 -4.023 5.422
Si 12.195 -1.309 5.439
Si 14.953 1.421 5.453
Si 12.197 4.15 5.5
Si 14.953 6.863 5.443
Si 12.217 -6.761 5.424
Si 14.925 -4.064 5.495
Si 19.077 0.063 6.81
Si 21.793 2.761 6.815
Si 19.063 5.479 6.798
Si 21.807 8.208 6.775
Si 19.089 10.933 6.783
Si 21.822 -2.668 6.797
Si 24.546 0.04 6.762
Si 10.837 2.765 6.822
Si 8.123 5.485 6.805
Si 10.84 -8.105 6.784
Si 8.114 -5.386 6.775
Si 10.837 -2.669 6.797
Si 13.583 0.041 6.788
Si 16.322 2.782 6.797
Si 13.584 5.515 6.812
Si 16.325 8.199 6.813
Si 13.567 -5.428 6.824
Si 16.321 -2.681 6.804
Si 17.694 1.416 8.148
Si 20.423 4.115 8.158
Si 17.691 6.83 8.154
Si 20.441 9.56 8.14
Si 17.701 -4.045 8.141
Si 20.438 -1.321 8.146
Si 23.171 1.382 8.138
Si 9.481 4.132 8.169
Si 23.156 6.834 8.141
Si 9.471 -6.748 8.136
Si 23.18 -4.042 8.144
Si 9.476 -1.307 8.154
Si 12.215 1.396 8.15
Si 14.948 4.133 8.148
Si 12.208 6.867 8.153
Si 14.954 -6.769 8.166
Si 12.2 -4.041 8.147
Si 14.951 -1.318 8.145
Si 16.327 0.041 9.489
Si 19.061 2.753 9.513
Si 16.32 5.475 9.507
Si 19.066 8.193 9.492
Si 16.329 -5.403 9.497
Si 19.068 -2.686 9.493
Si 21.807 0.025 9.502
Si 8.105 2.772 9.51
Si 21.797 5.467 9.502
Si 8.107 -8.107 9.491
Si 21.81 -5.409 9.496
Si 8.108 -2.669 9.504
Si 10.845 0.043 9.505
Si 13.584 2.763 9.493
Si 10.85 5.497 9.505
Si 13.578 -8.117 9.516
Si 10.833 -5.394 9.5
Si 13.58 -2.683 9.49
Si 17.697 -1.325 10.841
Si 20.431 1.377 10.854
Si 17.685 4.108 10.855
Si 20.421 6.818 10.849
Si 17.688 9.543 10.846
Si 20.433 -4.055 10.845
Si 23.163 -1.343 10.861
Si 9.474 1.405 10.854
Si 6.738 4.134 10.854
Si 9.474 -9.464 10.846
Si 6.74 -6.749 10.849
Si 9.47 -4.036 10.855
Si 12.212 -1.326 10.845
Si 14.955 1.397 10.838
Si 12.215 4.124 10.845
Si 14.943 6.829 10.854
Si 12.204 -6.751 10.853
Si 14.953 -4.042 10.84
Si 19.064 0.018 12.211
Si 21.796 2.723 12.215
Si 19.053 5.457 12.206
Si 21.794 8.16 12.203
Si 19.063 10.898 12.19
Si 21.795 -2.706 12.212
Si 24.521 0.006 12.227
Si 10.843 2.769 12.194
Si 8.106 5.498 12.197
Si 10.836 -8.11 12.204
Si 8.1 -5.39 12.21
Si 10.843 -2.68 12.2
Si 13.584 0.038 12.182
Si 16.322 2.742 12.201
Si 13.58 5.469 12.209
Si 16.311 8.186 12.198
Si 13.58 -5.397 12.196
Si 16.327 -2.686 12.186
Si 17.691 1.381 13.556
Si 20.409 4.073 13.554
Si 17.666 6.808 13.547
Si 20.415 9.513 13.537
Si 17.692 -4.059 13.532
Si 20.425 -1.354 13.569
Si 23.152 1.357 13.585
Si 9.473 4.133 13.541
Si 23.145 6.794 13.574
Si 9.462 -6.757 13.56
Si 23.154 -4.069 13.573
Si 25.873 -1.362 13.597
Si 12.216 1.401 13.53
Si 14.946 4.092 13.551
Si 12.203 6.841 13.545
Si 14.938 9.55 13.544
Si 12.214 -4.038 13.55
Si 14.955 -1.321 13.526
Si 16.31 0.027 14.893
Si 19.05 2.724 14.931
Si 16.308 5.439 14.906
Si 19.031 8.166 14.887
Si 16.319 -5.414 14.877
Si 19.05 -2.72 14.909
Si 21.791 -0.009 14.941
Si 24.52 2.691 14.96
Si 21.777 5.412 14.907
Si 24.5 8.145 14.95
Si 21.785 10.857 14.885
Si 24.515 -2.724 14.956
Si 10.864 0.046 14.888
Si 13.583 2.731 14.904
Si 10.841 5.479 14.895
Si 13.564 8.195 14.9
Si 10.834 -5.392 14.896
Si 13.596 -2.674 14.882
Si 34.573 -1.486 0.043
Si 36.857 1.577 0.048
Si 34.638 3.814 0.221
Si 37.056 6.537 0.169
Si 33.849 -6.577 0.041
Si 36.672 -3.825 0.022
Si 39.917 -1.418 -0.027
Si 42.498 1.131 0.599
Si 39.363 4.435 0.245
Si 41.936 7.069 0.293
Si 39.775 9.312 0.163
Si 26.233 12.044 -0.028
Si 28.335 -0.935 0.105
Si 31.213 1.922 -0.004
Si 28.699 3.876 0.345
Si 31.195 6.743 -0.062
Si 28.633 9.959 0.082
Si 31.741 -4.245 0.011
Si 35.702 0.003 1.403
Si 38.296 2.739 1.476
Si 35.585 5.418 1.588
Si 38.179 8.165 1.44
Si 35.471 -5.412 1.32
Si 38.34 -2.708 1.281
Si 40.925 -0.142 1.662
Si 27.162 2.707 1.563
Si 40.868 5.508 1.641
Si 27.331 8.256 1.189
Si 41.055 10.766 1.485
Si 27.231 -2.608 1.338
Si 30.097 0.131 1.23
Si 32.854 2.813 1.39
Si 29.94 5.5 1.458
Si 32.608 8.174 1.283
Si 30.124 -5.25 1.438
Si 32.877 -2.629 1.279
Si 34.164 1.323 2.703
Si 36.904 4.027 2.918
Si 34.046 6.835 2.689
Si 36.792 9.544 2.728
Si 34.137 -4.041 2.713
Si 36.992 -1.389 2.764
Si 39.562 1.326 2.876
Si 42.225 4.1 2.978
Si 39.483 6.852 2.942
Si 42.25 9.452 3.007
Si 39.62 12.204 2.718
Si 25.805 -1.301 2.668
Si 28.689 1.367 2.747
Si 31.42 4.149 2.742
Si 28.563 6.9 2.703
Si 31.357 -6.768 2.746
Si 28.658 -3.923 2.712
Si 31.41 -1.305 2.599
Si 32.753 0 4.043
Si 35.451 2.675 4.159
Si 32.737 5.493 4.118
Si 35.413 8.182 4.079
Si 32.752 -5.407 4.075
Si 35.52 -2.717 4.084
Si 38.201 -0.02 4.222
Si 40.883 2.679 4.266
Si 38.182 5.428 4.275
Si 40.853 8.143 4.329
Si 38.19 10.875 4.088
Si 40.876 -2.832 4.253
Si 27.254 0.009 4.039
Si 30.032 2.761 4.076
Si 27.236 5.511 4.069
Si 29.956 8.213 4.082
Si 27.275 -5.37 3.999
Si 30.039 -2.611 4.048
Si 33.926 -1.408 16.338
Si 36.697 1.31 16.352
Si 33.993 4.07 16.392
Si 36.722 6.759 16.375
Si 34.013 -6.84 16.366
Si 36.697 -4.176 16.352
Si 39.454 -1.393 16.381
Si 25.88 1.333 16.352
Si 39.448 4.048 16.36
Si 25.846 6.772 16.325
Si 39.422 9.443 16.38
Si 25.867 -4.093 16.328
Si 28.553 -1.385 16.378
Si 31.268 1.338 16.357
Si 28.555 4.061 16.365
Si 31.285 6.754 16.392
Si 28.57 -6.815 16.363
Si 31.257 -4.1 16.375
Si 35.263 -0.03 17.657
Si 38.099 2.652 17.675
Si 35.402 5.395 17.755
Si 38.049 8.106 17.77
Si 35.36 -5.515 17.773
Si 38.064 -2.799 17.644
Si 40.841 -0.05 17.754
Si 27.197 2.715 17.745
Si 40.78 5.43 17.721
Si 27.228 8.099 17.695
Si 40.824 10.79 17.681
Si 27.19 -2.753 17.753
Si 29.929 -0.034 17.726
Si 32.587 2.732 17.726
Si 29.916 5.385 17.76
Si 32.685 -8.217 17.72
Si 29.884 -5.426 17.751
Si 32.614 -2.769 17.758
Si 33.937 1.359 19.038
Si 36.78 3.975 19.064
Si 34.074 6.776 19.125
Si 36.713 -6.866 19.178
Si 33.989 -4.146 19.109
Si 36.597 -1.477 18.907
Si 39.457 1.327 19.048
Si 25.754 4.055 19.081
Si 39.397 6.739 19.131
Si 25.872 9.45 19.031
Si 39.475 -4.136 18.971
Si 42.2 -1.389 19.144
Si 28.626 1.373 19.083
Si 31.263 4.056 19.18
Si 28.542 6.729 19.106
Si 31.297 -6.826 18.999
Si 28.503 -4.096 19.184
Si 31.232 -1.427 19.125
Si 32.589 0.003 20.403
Si 35.371 2.645 20.385
Si 32.709 5.405 20.469
Si 35.407 8.09 20.618
Si 32.627 -5.519 20.432
Si 35.343 -2.784 20.446
Si 37.987 -0.119 20.145
Si 40.81 2.729 20.39
Si 38.126 5.265 20.5
Si 40.781 8.106 20.457
Si 38.142 -5.44 20.38
Si 40.803 -2.818 20.385
Si 27.256 0.031 20.424
Si 29.944 2.675 20.595
Si 27.133 5.395 20.468
Si 29.995 8.098 20.341
Si 27.183 10.736 20.516
Si 29.852 -2.711 20.585
Si 34.17 -1.137 21.649
Si 36.493 0.957 21.541
Si 34.259 4.181 21.753
Si 36.531 6.344 21.808
Si 33.765 -7.032 21.85
Si 37.023 -3.876 21.705
Si 39.11 -1.64 21.455
Si 26.052 1.547 21.727
Si 39.76 4.202 21.909
Si 25.505 6.558 21.713
Si 39.693 -6.546 21.733
Si 41.96 -4.395 21.693
Si 28.778 -1.003 21.897
Si 31.158 1.087 21.934
Si 28.234 3.797 21.789
Si 31.586 7.049 21.703
Si 28.873 9.574 21.73
Si 31.017 -4.412 21.728
Si 37.183 1.055 24.483
Si 32.748 1.511 -4.754
Si 40.799 2.084 -6.55
Si 26.396 -4.966 -5.615
Si 28.105 3.163 -5.149
Si 39.515 4.786 -6.81
Si 26.873 5.227 -6.822
Si 30.594 8.082 -5.137
Si 38.805 0.69 -2.196
Si 37.742 6.429 24.734
Si 25.709 7.646 24.657
Si 30.18 5.132 23.763
Si 35.123 7.776 -2.07
Si 35.517 0.257 -7.038
Si 41.051 2.761 -1.74
Si 28.573 4.291 -2.574
Si 28.333 -2.017 24.725
Si 28.238 -6.992 24.66
Si 28.676 -1.684 -2.823
Si 34.791 3.046 -6.446
Si 35.225 -0.224 26.167
Si 38.589 -5.116 -2.088
Si 32.493 2.93 24.005
Si 28.444 0.118 -4.995
Si 33.651 -0.776 -2.779
Si 24.949 6.719 -5.177
Si 24.757 0.961 24.393
Si 41.302 -7.224 -5.357
Si 26.666 -4.45 24.747
Si 27.683 -2.283 -6.486
Si 33.346 -6.92 -6.029
Si 31.374 -2.881 -2.776
Si 32.793 -4.088 -5.205
Si 33.669 -2.312 24.441
Si 39.58 -0.295 -4.836
Si 37.568 -1.801 -6.654
Si 31.496 3.217 -2.778
Si 27.034 6.846 -2.821
Si 38.823 3.502 24.892
Si 38.506 -6.279 -4.933
Si 26.085 -3.478 -3.081
Si 29.651 5.514 -6.252
Si 31.115 -3.519 24.642
Si 35.025 -1.938 -5.112
Si 36.036 8.183 -4.996
Si 30.617 -2.98 -7.027
Si 35.181 -5.051 23.897
Si 31.007 -0.055 -6.715
Si 41.23 -3.443 -2.002
Si 33.31 5.359 -1.918
Si 39.526 -7.497 24.574
Si 28.503 -6.74 -7.044
Si 29.516 -7.904 -2.218
Si 36.455 5.541 -6.499
Si 34.102 -1.368 5.426
Si 36.787 1.319 5.544
Si 34.075 4.084 5.469
Si 36.743 6.809 5.507
Si 34.076 9.542 5.462
Si 36.828 12.226 5.476
Si 39.538 -1.406 5.573
Si 42.225 1.277 5.611
Si 39.523 4.045 5.617
Si 25.887 6.863 5.434
Si 39.469 9.535 5.579
Si 25.903 -4.041 5.39
Si 28.624 -1.321 5.422
Si 31.379 1.368 5.418
Si 28.626 4.126 5.401
Si 31.328 6.839 5.44
Si 28.599 -6.736 5.414
Si 31.358 -4.039 5.405
Si 35.407 -0.032 6.867
Si 38.127 2.683 6.921
Si 35.402 5.435 6.863
Si 38.099 8.15 6.895
Si 35.438 10.88 6.836
Si 38.142 -2.752 6.899
Si 40.859 -0.055 6.969
Si 27.249 2.757 6.753
Si 24.519 5.482 6.776
Si 27.257 8.208 6.79
Si 24.544 -5.392 6.777
Si 27.267 -2.701 6.77
Si 29.984 0.033 6.784
Si 32.703 2.722 6.816
Si 29.973 5.466 6.794
Si 32.691 8.185 6.811
Si 29.979 -5.397 6.772
Si 32.718 -2.711 6.793
Si 34.04 1.351 8.199
Si 36.75 4.064 8.238
Si 34.021 6.801 8.192
Si 36.747 9.512 8.243
Si 34.051 -4.082 8.179
Si 36.76 -1.392 8.239
Si 39.477 1.316 8.29
Si 25.886 4.109 8.128
Si 39.462 6.779 8.271
Si 25.886 9.554 8.149
Si 39.476 -4.101 8.301
Si 25.895 -1.336 8.125
Si 28.603 1.389 8.132
Si 31.32 4.085 8.159
Si 28.606 6.826 8.15
Si 31.317 -6.777 8.155
Si 28.612 -4.061 8.147
Si 31.333 -1.352 8.148
Si 32.669 -0.008 9.547
Si 35.385 2.698 9.583
Si 32.663 5.435 9.546
Si 35.375 8.144 9.575
Si 32.674 -5.438 9.534
Si 35.385 -2.743 9.583
Si 38.106 -0.043 9.626
Si 24.528 2.743 9.496
Si 38.102 5.409 9.612
Si 24.525 8.182 9.505
Si 38.101 -5.469 9.625
Si 24.538 -2.692 9.504
Si 27.246 0.018 9.494
Si 29.953 2.732 9.519
Si 27.243 5.457 9.505
Si 29.961 8.174 9.523
Si 27.252 -5.422 9.514
Si 29.967 -2.709 9.514
Si 34.014 -1.374 10.925
Si 36.733 1.33 10.957
Si 34.008 4.064 10.919
Si 36.725 6.773 10.942
Si 34.006 9.507 10.917
Si 36.726 -4.108 10.961
Si 39.459 -1.397 11.005
Si 25.878 1.37 10.86
Si 23.157 4.093 10.858
Si 25.878 6.809 10.871
Si 23.159 -6.782 10.861
Si 25.885 -4.066 10.869
Si 28.59 -1.354 10.866
Si 31.296 1.356 10.891
Si 28.59 4.089 10.881
Si 31.299 6.797 10.9
Si 28.595 9.525 10.886
Si 31.304 -4.083 10.892
Si 35.367 -0.03 12.308
Si 38.089 2.685 12.324
Si 35.36 5.415 12.294
Si 38.091 8.116 12.305
Si 35.355 10.848 12.3
Si 38.082 -2.764 12.334
Si 40.829 -0.048 12.366
Si 27.231 2.717 12.236
Si 24.52 5.438 12.228
Si 27.235 8.159 12.246
Si 24.523 -5.431 12.226
Si 27.24 -2.717 12.24
Si 29.93 -0.003 12.245
Si 32.644 2.704 12.274
Si 29.941 5.437 12.265
Si 32.65 8.146 12.277
Si 29.95 -5.447 12.262
Si 32.644 -2.735 12.276
Si 33.994 1.34 13.645
Si 36.712 4.051 13.66
Si 33.995 6.776 13.646
Si 36.718 9.469 13.642
Si 33.983 -4.111 13.647
Si 36.711 -1.406 13.679
Si 39.45 1.325 13.687
Si 25.87 4.068 13.6
Si 39.45 6.755 13.666
Si 25.865 -6.804 13.6
Si 39.444 -4.126 13.69
Si 42.205 -1.406 13.719
Si 28.571 1.348 13.612
Si 31.282 4.06 13.638
Si 28.583 6.798 13.629
Si 31.291 9.5 13.643
Si 28.582 -4.089 13.616
Si 31.263 -1.374 13.617
Si 32.61 -0.02 14.978
Si 35.343 2.699 15.018
Si 32.639 5.414 15.008
Si 35.365 8.12 15.008
Si 32.634 -5.467 15.025
Si 35.334 -2.773 15.024
Si 38.082 -0.043 15.021
Si 40.826 2.669 15.046
Si 38.081 5.404 15.013
Si 40.806 8.107 15.029
Si 38.073 10.805 15.009
Si 40.813 -2.766 15.038
Si 27.225 -0.021 14.981
Si 29.91 2.699 14.996
Si 27.22 5.424 14.975
Si 29.943 8.14 15.017
Si 27.226 -5.457 14.974
Si 29.919 -2.731 15
Si -47.427 -1.601 0.345
Si -45.311 1.553 0.26
Si -47.406 3.849 0.278
Si -44.75 6.532 0.217
Si -47.737 -6.701 0.192
Si -45.098 -3.751 0.376
Si -42.1 -1.479 0.169
Si -39.28 1.083 0.309
Si -42.528 4.309 0.177
Si -39.717 6.858 0.066
Si -41.822 9.236 0.12
Si 42.854 11.523 0.11
Si 44.723 -1.067 0.506
Si 47.344 1.402 0.191
Si 45.127 3.619 0.378
Si 47.253 7.171 0.188
Si 45.059 9.36 0.567
Si 47.878 -4.564 0.435
Si -46.326 -0.014 1.662
Si -43.607 2.667 1.462
Si -46.231 5.366 1.606
Si -43.516 8.148 1.388
Si -46.18 -5.507 1.49
Si -43.543 -2.627 1.649
Si -40.865 -0.053 1.552
Si 43.663 2.648 1.875
Si -40.857 5.364 1.46
Si 43.553 8.036 1.689
Si -40.854 10.847 1.535
Si 43.659 -2.932 1.438
Si 46.323 -0.01 1.766
Si -48.985 2.617 1.488
Si 46.248 5.406 1.449
Si -48.953 8.108 1.54
Si 46.376 -5.579 1.854
Si -48.964 -2.827 1.604
Si -47.687 1.32 2.974
Si -44.868 4.009 2.937
Si -47.609 6.732 2.892
Si -44.833 9.462 2.833
Si -47.533 -4.163 2.923
Si -44.883 -1.301 3
Si -42.21 1.348 2.843
Si -39.463 4.022 2.801
Si -42.173 6.776 2.812
Si -39.399 9.483 2.776
Si -42.223 12.185 2.899
Si 42.287 -1.588 2.897
Si 44.992 1.284 3.178
Si -50.283 4.057 2.844
Si 44.921 6.644 2.955
Si -50.169 -6.937 3.094
Si 44.981 -4.109 2.991
Si -50.253 -1.45 2.997
Si -48.936 -0.071 4.357
Si -46.244 2.66 4.282
Si -48.93 5.365 4.266
Si -46.201 8.102 4.206
Si -48.839 -5.503 4.357
Si -46.204 -2.768 4.284
Si -43.491 0.018 4.298
Si -40.806 2.676 4.18
Si -43.487 5.404 4.227
Si -40.777 8.124 4.149
Si -43.532 10.81 4.252
Si -40.792 -2.804 4.207
Si 43.582 -0.167 4.325
Si -51.563 2.73 4.359
Si 43.578 5.385 4.371
Si -51.626 8.025 4.316
Si 43.612 -5.487 4.319
Si -51.61 -2.773 4.361
Si -47.485 -1.434 16.49
Si -44.794 1.264 16.524
Si -47.527 3.985 16.491
Si -44.854 6.725 16.458
Si -47.559 -6.851 16.53
Si -44.805 -4.168 16.526
Si -42.057 -1.433 16.563
Si 42.2 1.303 16.394
Si -42.1 3.981 16.459
Si 42.172 6.749 16.375
Si -42.096 9.473 16.48
Si 42.184 -4.125 16.38
Si 44.965 -1.395 16.431
Si -50.228 1.297 16.45
Si 44.929 4.037 16.427
Si -50.287 6.734 16.469
Si 44.921 -6.852 16.421
Si -50.24 -4.137 16.49
Si -46.152 -0.095 17.9
Si -43.406 2.606 17.87
Si -46.175 5.345 17.843
Si -43.538 8.134 17.78
Si -46.2 -5.491 17.915
Si -43.417 -2.842 17.891
Si -40.664 -0.098 17.962
Si 43.565 2.66 17.738
Si -40.766 5.385 17.77
Si 43.552 8.078 17.728
Si -40.71 10.824 17.841
Si 43.52 -2.716 17.716
Si 46.373 -0.075 17.804
Si -48.879 2.617 17.854
Si 46.277 5.371 17.829
Si -48.97 -8.214 17.846
Si 46.267 -5.494 17.794
Si -48.826 -2.801 17.842
Si -47.525 1.267 19.27
Si -44.785 3.967 19.188
Si -47.614 6.689 19.146
Si -44.876 -6.898 19.247
Si -47.543 -4.129 19.316
Si -44.782 -1.493 19.239
Si -42.019 1.288 19.286
Si 42.159 4.056 19.014
Si -42.201 6.747 19.058
Si 42.164 9.412 19.047
Si -42.065 -4.212 19.278
Si -39.328 -1.461 19.42
Si 44.954 1.288 19.072
Si 47.637 3.972 19.167
Si 44.883 6.756 19.142
Si 47.563 -6.853 19.222
Si 44.876 -4.06 19.032
Si 47.812 -1.398 19.182
Si 49.122 -0.105 20.739
Si -46.12 2.62 20.586
Si 48.96 5.319 20.533
Si -46.302 8.044 20.537
Si 48.935 -5.486 20.611
Si -46.144 -2.794 20.708
Si -43.34 -0.187 20.574
Si -40.646 2.726 20.585
Si -43.475 5.405 20.499
Si -40.824 8.099 20.335
Si -43.478 -5.594 20.618
Si -40.68 -2.94 20.76
Si 43.613 -0.022 20.468
Si 46.308 2.584 20.499
Si 43.519 5.36 20.42
Si 46.144 8.107 20.593
Si 43.499 10.862 20.31
Si 46.323 -2.743 20.342
Si 50.842 -1.131 22.125
Si -44.835 1.063 21.821
Si 50.54 4.153 21.856
Si -45.19 6.403 21.784
Si 49.956 -7.21 21.832
Si -44.57 -4.013 21.962
Si -42.309 -1.797 22.008
Si 42.468 1.678 21.612
Si -41.774 4.42 21.781
Si 41.935 6.494 21.714
Si -41.973 -6.889 21.874
Si -39.68 -4.7 22.074
Si 45.279 -1.168 21.682
Si 47.452 1.058 21.93
Si 44.711 3.792 21.702
Si 47.726 6.873 21.818
Si 44.982 9.831 21.756
Si 47.268 -4.298 21.794
Si -38.539 5.14 -6.532
Si -46.814 2.893 -5.368
Si -42.106 3.592 -2.842
Si 39.488 -0.577 25.663
Si 42.346 -1.432 -3.798
Si -47.745 -6.647 24.872
Si 43.315 3.938 -6.26
Si 45.489 8.107 -6.316
Si -44.124 1.831 -4.169
Si -42.216 2.499 -6.418
Si 42.286 7.645 24.514
Si 46.454 5.067 24.016
Si -46.521 7.811 -2.096
Si 47.156 -6.067 25.854
Si -39.688 2.195 -2.468
Si 43.744 3.987 -2.358
Si 47.595 -0.85 26.184
Si 44.322 -6.642 24.759
Si 45.143 -4.222 -3.598
Si -48.013 0.491 -6.786
Si -39.741 -7.376 -4.222
Si -43.054 -4.78 -4.228
Si 48.722 2.905 24.15
Si 44.931 -0.415 -4.875
Si 48.613 -0.603 -1.92
Si 41.556 6.22 -5.158
Si 41.126 -0.261 23.282
Si -42.147 7.961 -5.766
Si 43.255 -2.378 23.487
Si 45.041 -3.711 -6.503
Si -47.889 -4.96 -6.477
Si 47.72 -3.603 -2.309
Si -47.488 -3.881 -3.545
Si -47.882 -1.918 25.145
Si -38.948 -0.176 -4.239
Si -42.706 -3.381 -6.935
Si 47.717 6.062 -6.729
Si 42.968 6.708 -2.562
Si -40.873 -1.433 -5.869
Si -44.802 -3.287 -2.403
Si 44.685 -1.673 -2.321
Si 45.46 2.675 -4.45
Si 47.566 -3.342 24.814
Si -48.414 -1.256 -4.565
Si -44.759 -7.367 -4.546
Si 47.935 -2.85 -6.664
Si -45.12 -5.52 24.711
Si 47.051 -0.27 -7.158
Si -44.101 -0.352 -1.978
Si -48.818 5.733 -1.929
Si -43.794 8.003 24.065
Si 48.183 -7.509 -6.917
Si 43.963 -7.167 -3.842
Si 48.288 3.973 -4.394
Si -47.545 -1.424 5.668
Si -44.864 1.334 5.651
Si -47.563 4.032 5.641
Si -44.847 6.75 5.586
Si -47.49 9.443 5.661
Si -44.849 12.182 5.627
Si -42.117 -1.407 5.573
Si -39.424 1.284 5.493
Si -42.126 4.041 5.574
Si 42.215 6.774 5.669
Si -42.122 9.457 5.558
Si 42.22 -4.155 5.652
Si -52.969 -1.44 5.718
Si -50.25 1.324 5.702
Si -52.97 4.03 5.701
Si -50.264 6.698 5.67
Si -52.957 -6.875 5.646
Si -50.236 -4.15 5.674
Si -46.179 -0.061 7.008
Si -43.478 2.696 6.963
Si -46.188 5.396 6.973
Si -43.471 8.101 6.939
Si -46.164 10.817 7.015
Si -43.464 -2.772 6.949
Si -40.755 -0.048 6.914
Si 43.58 2.635 6.991
Si 40.862 5.392 6.991
Si 43.583 8.124 7.011
Si 40.835 -5.484 6.984
Si 43.571 -2.801 7.024
Si -51.62 -0.042 7.037
Si -48.877 2.668 7.036
Si -51.616 5.378 7.053
Si -48.886 8.085 6.99
Si -51.602 -5.517 7.008
Si -48.895 -2.778 7.028
Si -47.521 1.299 8.375
Si -44.827 4.039 8.335
Si -47.533 6.739 8.355
Si -44.798 9.453 8.341
Si -47.53 -4.146 8.365
Si -44.808 -1.426 8.336
Si -42.109 1.309 8.288
Si 42.219 4.018 8.331
Si -42.118 6.74 8.302
Si 42.202 9.478 8.338
Si -42.104 -4.142 8.294
Si 42.212 -1.41 8.341
Si 44.934 1.306 8.376
Si -50.248 4.016 8.385
Si 44.938 6.757 8.367
Si -50.239 -6.871 8.354
Si 44.949 -4.156 8.359
Si -50.251 -1.411 8.374
Si -48.881 -0.06 9.726
Si -46.159 2.666 9.711
Si -48.885 5.382 9.722
Si -46.166 8.1 9.701
Si -48.887 -5.508 9.713
Si -46.162 -2.782 9.705
Si -43.447 -0.053 9.672
Si 40.836 2.665 9.659
Si -43.462 5.387 9.688
Si 40.827 8.111 9.655
Si -43.446 -5.495 9.683
Si 40.834 -2.761 9.676
Si 43.571 -0.062 9.704
Si 46.307 2.657 9.724
Si 43.574 5.381 9.691
Si 46.308 8.107 9.712
Si 43.57 -5.496 9.7
Si 46.307 -2.784 9.709
Si -47.512 -1.424 11.071
Si -44.795 1.295 11.053
Si -47.525 4.018 11.07
Si -44.817 6.737 11.06
Si -47.523 9.456 11.065
Si -44.803 -4.145 11.054
Si -42.089 -1.421 11.019
Si 42.197 1.31 11.026
Si 39.459 4.042 10.978
Si 42.192 6.749 11.012
Si 39.463 -6.832 10.983
Si 42.203 -4.121 11.028
Si 44.944 -1.418 11.053
Si -50.244 1.298 11.073
Si 44.94 4.03 11.05
Si -50.253 6.744 11.063
Si 44.937 9.467 11.052
Si -50.245 -4.141 11.061
Si -46.143 -0.068 12.424
Si -43.438 2.651 12.41
Si -46.171 5.377 12.428
Si -43.46 8.101 12.409
Si -46.162 10.817 12.417
Si -43.44 -2.776 12.396
Si -40.738 -0.058 12.377
Si 43.571 2.662 12.377
Si 40.826 5.383 12.346
Si 43.555 8.103 12.375
Si 40.823 -5.483 12.353
Si 43.573 -2.775 12.389
Si -51.607 -0.066 12.412
Si -48.878 2.654 12.426
Si -51.616 5.382 12.407
Si -48.892 8.099 12.417
Si -51.612 -5.5 12.406
Si -48.875 -2.788 12.419
Si -47.507 1.288 13.775
Si -44.809 4.002 13.768
Si -47.546 6.735 13.779
Si -44.818 9.453 13.782
Si -47.514 -4.143 13.782
Si -44.777 -1.429 13.785
Si -42.086 1.278 13.771
Si 42.194 4.023 13.702
Si -42.102 6.731 13.754
Si 42.186 -6.842 13.708
Si -42.095 -4.129 13.766
Si -39.383 -1.418 13.735
Si -52.974 1.315 13.735
Si -50.247 4.024 13.763
Si -52.999 6.747 13.731
Si -50.251 9.463 13.768
Si -52.973 -4.131 13.741
Si -50.237 -1.426 13.766
Si -48.862 -0.08 15.125
Si -46.148 2.633 15.146
Si -48.895 5.367 15.143
Si -46.209 8.108 15.137
Si -48.887 -5.499 15.133
Si -46.133 -2.795 15.139
Si -43.42 -0.083 15.169
Si -40.718 2.625 15.126
Si -43.461 5.366 15.12
Si -40.749 8.113 15.095
Si -43.455 10.824 15.126
Si -40.739 -2.759 15.124
Si 43.586 -0.05 15.068
Si -51.608 2.663 15.104
Si 43.554 5.377 15.061
Si -51.633 8.093 15.092
Si 43.565 -5.491 15.061
Si -51.603 -2.788 15.111
Si -31.065 -1.843 -0.026
Si -28.549 1.187 0.386
Si -30.727 3.444 0.031
Si -28.501 6.446 0.014
Si -31.488 -6.652 -0.042
Si -28.759 -3.971 0.014
Si -26.287 -0.919 0.031
Si -22.922 1.044 0.052
Si -26.29 4.213 -0.147
Si -23.501 7.002 -0.099
Si -25.743 9.213 -0.018
Si -39.995 12.462 0.051
Si -37.076 -1.139 0.014
Si -34.301 1.542 -0.094
Si -36.455 3.817 0.256
Si -34.432 7 0.048
Si -36.502 9.385 0.083
Si -33.867 -4.596 -0.033
Si -30.037 -0.238 1.421
Si -27.187 2.708 1.465
Si -29.921 5.218 1.383
Si -27.314 8.052 1.281
Si -29.951 -5.518 1.325
Si -27.261 -2.694 1.291
Si -24.569 0.007 1.372
Si -38.061 2.658 1.508
Si -24.608 5.346 1.162
Si -38.122 8.128 1.286
Si -24.604 10.802 1.327
Si -38.182 -2.828 1.24
Si -35.402 -0.059 1.276
Si -32.6 2.569 1.219
Si -35.344 5.408 1.51
Si -32.678 8.064 1.255
Si -35.316 -5.573 1.523
Si -32.736 -2.898 1.228
Si -31.373 1.207 2.706
Si -28.57 4 2.834
Si -31.324 6.672 2.624
Si -28.61 9.436 2.669
Si -31.339 -4.173 2.688
Si -28.607 -1.478 2.783
Si -25.802 1.387 2.787
Si -23.192 4.073 2.592
Si -25.916 6.703 2.635
Si -23.192 9.477 2.664
Si -25.916 12.23 2.644
Si -39.46 -1.492 2.783
Si -36.683 1.264 2.79
Si -33.878 4.005 2.693
Si -36.795 6.766 2.756
Si -33.949 -6.949 2.802
Si -36.77 -4.131 2.676
Si -34.04 -1.461 2.607
Si -32.717 -0.123 4.067
Si -29.98 2.592 4.075
Si -32.612 5.368 4.1
Si -29.967 8.064 4.014
Si -32.634 -5.525 4.115
Si -29.982 -2.831 4.1
Si -27.226 -0.034 4.063
Si -24.458 2.748 4.094
Si -27.217 5.406 4.114
Si -24.55 8.093 4.006
Si -27.26 10.839 4.013
Si -24.557 -2.779 4.063
Si -38.075 -0.102 4.125
Si -35.301 2.665 4.076
Si -38.11 5.399 4.144
Si -35.381 8.067 4.129
Si -38.05 -5.486 4.129
Si -35.396 -2.774 4.033
Si -31.25 -1.37 16.386
Si -28.531 1.335 16.362
Si -31.256 4.023 16.292
Si -28.536 6.758 16.294
Si -31.228 -6.806 16.321
Si -28.516 -4.077 16.357
Si -25.815 -1.381 16.344
Si -39.358 1.256 16.506
Si -25.816 4.056 16.354
Si -39.386 6.746 16.428
Si -25.793 9.558 16.305
Si -39.384 -4.106 16.484
Si -36.677 -1.415 16.481
Si -33.964 1.318 16.388
Si -36.659 4.011 16.425
Si -33.967 6.766 16.334
Si -36.668 -6.8 16.411
Si -33.975 -4.087 16.419
Si -29.89 -0.006 17.745
Si -27.167 2.688 17.731
Si -29.881 5.352 17.625
Si -27.183 8.18 17.58
Si -29.89 -5.433 17.698
Si -27.164 -2.714 17.735
Si -24.458 -0.048 17.728
Si -37.983 2.635 17.821
Si -24.462 5.453 17.686
Si -38.002 8.124 17.743
Si -24.425 10.88 17.715
Si -38.05 -2.75 17.89
Si -35.295 -0.03 17.793
Si -32.597 2.704 17.7
Si -35.287 5.406 17.732
Si -32.594 -8.174 17.636
Si -35.361 -5.406 17.802
Si -32.601 -2.722 17.765
Si -31.252 1.383 19.085
Si -28.558 4.041 19.069
Si -31.249 6.72 18.917
Si -28.52 -6.834 18.975
Si -31.219 -4.071 19.096
Si -28.556 -1.38 19.119
Si -25.818 1.287 19.076
Si -39.366 4.042 19.096
Si -25.876 6.857 18.964
Si -39.325 9.449 19.15
Si -25.752 -4.045 19.077
Si -23.099 -1.32 19.187
Si -36.613 1.289 19.228
Si -33.919 4.061 19.085
Si -36.618 6.794 19.073
Si -33.909 -6.784 18.997
Si -36.73 -4.085 19.284
Si -33.934 -1.362 19.165
Si -32.576 0.054 20.49
Si -29.911 2.7 20.496
Si -32.549 5.432 20.391
Si -29.915 8.089 20.227
Si -32.603 -5.414 20.4
Si -29.929 -2.729 20.529
Si -27.218 0.003 20.506
Si -24.33 2.675 20.219
Si -27.264 5.551 20.326
Si -24.488 8.12 20.367
Si -27.153 -5.486 20.297
Si -24.433 -2.683 20.581
Si -37.898 -0.056 20.756
Si -35.225 2.738 20.5
Si -38.002 5.457 20.384
Si -35.201 8.149 20.353
Si -38.012 10.723 20.662
Si -35.339 -2.634 20.576
Si -31.084 -1.109 21.853
Si -28.849 1.086 21.841
Si -31.036 4.316 21.786
Si -28.886 6.618 21.718
Si -31.45 -7.087 21.52
Si -28.289 -3.99 21.645
Si -26.164 -1.63 21.817
Si -38.948 1.703 21.888
Si -25.666 4.197 21.263
Si -39.597 6.64 21.598
Si -25.593 -6.58 21.635
Si -23.288 -4.396 21.725
Si -36.203 -1.047 22.168
Si -34.026 1.267 21.899
Si -36.791 3.986 21.701
Si -33.633 7.05 21.678
Si -36.194 9.688 21.772
Si -34.146 -4.23 21.728
Si -27.121 2.71 23.632
Si -31.916 0.112 -7.075
Si -25.88 3.423 -3.212
Si -35.997 -5.003 -2.219
Si -39.578 0.896 -6.872
Si -30.847 -6.96 25.788
Si -39.768 -4.332 25.054
Si -29.021 -7.15 -4.462
Si -28.525 2.283 -4.423
Si -28.646 7.642 24.694
Si -39.106 7.657 24.356
Si -35.047 5.391 23.918
Si -30.381 7.762 -2.199
Si -29.209 3.84 -7.181
Si -20.945 3.83 -2.861
Si -38.228 4.999 -1.999
Si -34.251 -7.546 -7.101
Si -36.461 -7.088 24.788
Si -36.741 -2.075 -2.983
Si -32.417 5.011 -4.862
Si -26.504 -2.034 24.662
Si -27.275 -5.554 -2.318
Si -32.836 3.175 24.116
Si -35.084 -1.739 -5.349
Si -31.691 -1.566 -3.072
Si -41.207 5.051 -5.119
Si -38.041 -5.996 -6.443
Si -27.1 7.904 -6.72
Si -41.413 -1.943 24.916
Si -42.931 2.569 23.93
Si -30.362 -5.129 -6.289
Si -35.161 -7.481 -4.033
Si -39.111 4.769 25.609
Si -32.319 -3.032 23.838
Si -29.585 -0.662 -5.043
Si -27.943 -3.029 -6.406
Si -40.682 -7.122 26.15
Si -37.644 6.833 -4.333
Si -26.931 5.233 25.209
Si -28.924 -1.58 26.185
Si -40.878 -5.593 -2.235
Si -33.159 1.088 -3.035
Si -35.751 -4.579 26.218
Si -32.816 -3.575 -4.984
Si -36.144 -1.563 25.325
Si -40.042 1.955 24.652
Si -30.127 -5.224 23.58
Si -33.825 2.325 -5.637
Si -25.585 -3.823 -4.378
Si -33.316 6.772 -2.696
Si -26.138 -7.148 24.664
Si -35.384 -4.413 -6.049
Si -39.841 -3.57 -7.277
Si -30.891 3.33 -2.897
Si -31.324 -1.44 5.439
Si -28.593 1.286 5.446
Si -31.274 4 5.457
Si -28.595 6.766 5.434
Si -31.275 9.429 5.445
Si -28.601 12.153 5.441
Si -25.883 -1.399 5.429
Si -23.13 1.35 5.428
Si -25.85 4.061 5.457
Si -39.44 6.755 5.527
Si -25.883 9.484 5.374
Si -39.414 -4.161 5.534
Si -36.706 -1.438 5.481
Si -34.006 1.28 5.462
Si -36.695 4.021 5.445
Si -34.009 6.702 5.465
Si -36.697 -6.851 5.492
Si -34.028 -4.14 5.42
Si -29.952 -0.074 6.801
Si -27.225 2.677 6.786
Si -29.924 5.385 6.808
Si -27.231 8.142 6.779
Si -29.932 10.797 6.82
Si -27.239 -2.772 6.783
Si -24.51 -0.021 6.772
Si -38.052 2.661 6.832
Si -40.765 5.395 6.923
Si -38.062 8.114 6.867
Si -40.764 -5.506 6.916
Si -38.052 -2.786 6.872
Si -35.363 -0.06 6.842
Si -32.643 2.65 6.82
Si -35.358 5.363 6.846
Si -32.649 8.088 6.812
Si -35.348 -5.485 6.842
Si -32.675 -2.788 6.809
Si -31.28 1.301 8.181
Si -28.56 4.039 8.169
Si -31.283 6.742 8.18
Si -28.562 9.476 8.187
Si -31.297 -4.142 8.163
Si -28.583 -1.417 8.162
Si -25.86 1.33 8.148
Si -39.392 4.015 8.241
Si -25.869 6.789 8.155
Si -39.406 9.453 8.268
Si -25.857 -4.117 8.136
Si -39.395 -1.42 8.253
Si -36.709 1.304 8.214
Si -33.993 4.009 8.2
Si -36.703 6.74 8.216
Si -33.989 -6.856 8.19
Si -36.698 -4.141 8.233
Si -34.001 -1.418 8.197
Si -32.636 -0.054 9.551
Si -29.917 2.674 9.531
Si -32.636 5.387 9.552
Si -29.921 8.112 9.542
Si -32.637 -5.49 9.552
Si -29.937 -2.774 9.527
Si -27.215 -0.037 9.507
Si -40.744 2.669 9.635
Si -27.204 5.413 9.525
Si -40.757 8.103 9.652
Si -27.201 -5.467 9.528
Si -40.743 -2.773 9.636
Si -38.047 -0.05 9.606
Si -35.348 2.662 9.576
Si -38.048 5.385 9.603
Si -35.346 8.112 9.568
Si -38.048 -5.494 9.613
Si -35.344 -2.769 9.583
Si -31.274 -1.41 10.907
Si -28.552 1.322 10.889
Si -31.267 4.033 10.904
Si -28.551 6.766 10.902
Si -31.267 9.483 10.909
Si -28.563 -4.11 10.892
Si -25.848 -1.38 10.872
Si -39.395 1.3 10.992
Si -42.096 4.013 11.026
Si -39.398 6.733 10.996
Si -42.099 -6.86 11.039
Si -39.393 -4.136 10.995
Si -36.689 -1.41 10.962
Si -33.985 1.303 10.928
Si -36.692 4.023 10.959
Si -33.985 6.754 10.924
Si -36.69 9.464 10.962
Si -33.981 -4.128 10.934
Si -29.906 -0.042 12.253
Si -27.184 2.689 12.241
Si -29.904 5.4 12.259
Si -27.182 8.136 12.253
Si -29.913 10.854 12.27
Si -27.204 -2.733 12.241
Si -24.488 -0.018 12.238
Si -38.036 2.663 12.344
Si -40.742 5.375 12.385
Si -38.047 8.113 12.343
Si -40.745 -5.483 12.382
Si -38.039 -2.764 12.343
Si -35.331 -0.046 12.316
Si -32.62 2.673 12.272
Si -35.338 5.401 12.303
Si -32.627 8.129 12.272
Si -35.337 -5.477 12.311
Si -32.626 -2.757 12.291
Si -31.259 1.309 13.622
Si -28.534 4.042 13.61
Si -31.259 6.77 13.612
Si -28.532 9.503 13.613
Si -31.26 -4.101 13.651
Si -28.544 -1.38 13.629
Si -25.827 1.343 13.617
Si -39.385 4.001 13.737
Si -25.809 6.791 13.619
Si -39.39 -6.844 13.73
Si -25.834 -4.082 13.59
Si -23.124 -1.363 13.607
Si -36.682 1.298 13.702
Si -33.975 4.03 13.639
Si -36.689 6.751 13.692
Si -33.969 9.49 13.656
Si -36.68 -4.117 13.697
Si -33.976 -1.402 13.673
Si -32.609 -0.033 15.013
Si -29.885 2.665 14.963
Si -32.614 5.407 14.969
Si -29.892 8.136 14.956
Si -32.628 -5.449 15.018
Si -29.897 -2.73 15.008
Si -27.177 -0.017 14.988
Si -24.465 2.698 14.989
Si -27.163 5.404 14.96
Si -24.439 8.169 14.972
Si -27.18 10.891 14.961
Si -24.478 -2.736 14.963
Si -38.02 -0.066 15.095
Si -35.316 2.677 15.029
Si -38.026 5.378 15.074
Si -35.334 8.144 15.022
Si -38.042 -5.456 15.077
Si -35.333 -2.745 15.061
Si -14.875 -1.594 -0.079
Si -12.332 1.398 0.352
Si -14.488 3.568 -0.045
Si -11.975 6.527 0.008
Si -15.144 -6.622 0.013
Si -12.644 -3.782 -0.058
Si -10.147 -0.724 -0.13
Si -6.655 1.276 -0.007
Si -9.925 4.203 0.067
Si -7.097 7.118 -0.117
Si -9.341 -7 -0.085
Si -23.137 12.044 0.005
Si -20.631 -1.122 0.129
Si -17.808 1.623 0.122
Si -20.11 3.779 0.078
Si -17.737 -9.574 0.164
Si -20.823 9.928 -0.101
Si -17.355 -4.367 -0.125
Si -13.773 -0.069 1.395
Si -10.97 2.793 1.594
Si -13.587 5.357 1.263
Si -10.872 8.152 1.27
Si -13.658 -5.392 1.327
Si -11.042 -2.557 1.178
Si -8.336 0.126 1.187
Si -21.79 2.685 1.305
Si -8.205 5.436 1.164
Si -21.873 8.189 1.173
Si -8.266 -5.518 1.392
Si -21.892 -2.716 1.303
Si -19.027 0.022 1.376
Si -16.236 2.757 1.375
Si -19.157 5.441 1.431
Si -16.331 -8.159 1.349
Si -19.112 -5.369 1.162
Si -16.355 -2.774 1.3
Si -15.058 1.32 2.773
Si -12.345 4.146 2.846
Si -14.962 -9.564 2.628
Si -12.26 -6.788 2.602
Si -15.021 -4.089 2.725
Si -12.348 -1.367 2.724
Si -9.524 1.409 2.754
Si -6.834 4.121 2.592
Si -9.518 6.791 2.639
Si -6.784 -6.792 2.662
Si -9.667 -4.004 2.55
Si -23.24 -1.406 2.708
Si -20.429 1.361 2.722
Si -17.656 4.128 2.704
Si -20.554 6.849 2.642
Si -17.789 -6.776 2.6
Si -20.441 -4.047 2.618
Si -17.711 -1.401 2.673
Si -16.408 -0.038 4.093
Si -13.688 2.707 4.113
Si -16.332 5.479 4.062
Si -13.62 -8.157 3.971
Si -16.426 -5.45 4.018
Si -13.669 -2.731 4.089
Si -10.942 0.019 4.039
Si -8.156 2.784 4.037
Si -10.9 5.507 4.076
Si -8.165 8.161 4.001
Si -10.949 -5.393 3.97
Si -8.247 -2.695 3.921
Si -21.822 -0.024 4.035
Si -19.051 2.739 4.042
Si -21.868 5.45 3.993
Si -19.127 8.179 3.987
Si -21.796 -5.453 3.982
Si -19.101 -2.725 4.029
Si -14.984 -1.351 16.261
Si -12.271 1.432 16.217
Si -15.02 4.128 16.309
Si -12.301 6.866 16.265
Si -14.997 -6.776 16.33
Si -12.269 -4.05 16.262
Si -9.553 -1.281 16.182
Si -23.103 1.354 16.37
Si -9.535 4.167 16.265
Si -23.083 6.809 16.347
Si -9.552 9.592 16.265
Si -23.106 -4.06 16.342
Si -20.411 -1.318 16.335
Si -17.733 1.414 16.305
Si -20.352 4.127 16.346
Si -17.71 6.827 16.374
Si -20.369 -6.789 16.366
Si -17.69 -4.087 16.306
Si -13.647 0.081 17.549
Si -10.873 2.756 17.576
Si -13.667 5.524 17.636
Si -10.962 8.262 17.603
Si -13.607 -5.412 17.661
Si -10.873 -2.65 17.533
Si -8.241 0.086 17.572
Si -21.682 2.731 17.666
Si -8.209 5.56 17.658
Si -21.689 8.134 17.73
Si -8.117 -5.412 17.6
Si -21.795 -2.642 17.699
Si -19.043 0.039 17.698
Si -16.41 2.787 17.681
Si -19.048 5.491 17.807
Si -16.362 -8.119 17.73
Si -19.012 -5.419 17.736
Si -16.31 -2.742 17.636
Si -15.071 1.349 18.939
Si -12.25 4.125 18.856
Si -15.006 6.846 19.097
Si -12.276 9.561 19.066
Si -14.94 -4.066 19.032
Si -12.199 -1.219 18.83
Si -9.533 1.439 19.008
Si -23.003 4.13 18.983
Si -9.596 6.978 18.968
Si -23.059 9.469 19.046
Si -9.462 -3.997 18.855
Si -6.891 -1.257 18.916
Si -20.392 1.379 19.115
Si -17.69 4.134 19.177
Si -20.359 6.876 19.245
Si -17.665 -6.764 19.178
Si -20.415 -3.995 18.983
Si -17.642 -1.365 18.97
Si -16.283 -0.104 20.4
Si -13.687 2.792 20.113
Si -16.342 5.519 20.57
Si -13.652 8.215 20.487
Si -16.203 -5.427 20.508
Si -13.508 -2.595 20.154
Si -10.928 0.088 20.328
Si -8.192 2.839 20.362
Si -10.965 5.551 20.196
Si -8.301 8.288 20.472
Si -10.792 -5.34 20.214
Si -8.182 -2.638 20.296
Si -21.767 0.076 20.575
Si -19.015 2.703 20.517
Si -21.753 5.462 20.528
Si -19.013 -8.065 20.699
Si -21.715 10.924 20.315
Si -19.049 -2.639 20.323
Si -14.528 -1.154 21.657
Si -12.603 1.295 21.468
Si -14.689 4.232 21.642
Si -12.529 6.52 21.637
Si -15.106 9.339 21.998
Si -11.925 -3.724 21.386
Si -9.787 -1.541 21.595
Si -22.912 1.732 21.876
Si -9.43 4.464 21.523
Si -23.55 6.452 21.735
Si -9.34 10.016 21.783
Si -7.022 -4.147 21.687
Si -20.116 -1.098 21.772
Si -17.822 1.038 21.72
Si -20.603 3.871 21.824
Si -17.391 7.114 22.035
Si -20.125 -6.259 21.815
Si -17.799 -4.134 21.588
Si -10.823 2.633 23.4
Si -15.357 0.722 -5.056
Si -8.107 4.081 -4.682
Si -23.329 -4.674 -6.229
Si -22.247 -0.884 -3.426
Si -9.674 1.209 -7.032
Si -23.064 7.116 -5.451
Si -18.429 -6.688 -4.501
Si -8.296 0.646 -4.39
Si -12.11 6.659 24.595
Si -25.479 -4.37 25.978
Si -18.616 5 23.979
Si -13.862 7.797 -2.059
Si -11.024 3.572 -5.834
Si -8.425 2.694 -2.163
Si -18.755 2.982 -4.95
Si -20.226 -2.329 24.584
Si -24.335 6.744 24.618
Si -19.392 -1.491 -2.641
Si -13.893 3.523 -5.355
Si -4.458 7.062 -7.187
Si -10.761 -5.06 -2.192
Si -16.339 2.767 23.789
Si -23.298 1.818 -2.865
Si -16.605 0.01 -2.227
Si -25.667 5.388 -5.376
Si -24.417 1.663 24.648
Si -8.527 -7.009 -6.481
Si -21.566 -5.045 24.118
Si -21.917 -2.231 -6.086
Si -15.892 -6.656 -6.251
Si -17.836 -3.859 -3.198
Si -16.357 -3.647 -5.684
Si -14.533 -2.48 24.586
Si -9.327 -1.471 -6.007
Si -11.602 -3.284 -6.698
Si -16.475 4.659 -4.491
Si -22.016 6.483 -2.79
Si -11.4 4.008 25.879
Si -11.166 -5.935 -5.216
Si -24.411 -2.333 -2.061
Si -18.266 5.257 -6.763
Si -17.354 -3.133 24.449
Si -14.262 -1.498 -6.609
Si -13.295 8.142 -5.189
Si -18.991 -2.533 -6.624
Si -13.286 -5.213 23.858
Si -18.188 0.416 -6.311
Si -8.86 -2.608 -1.824
Si -15.92 5.397 -1.769
Si -9.59 7.934 26.058
Si -20.599 -5.881 -6.652
Si -19.475 8.137 -2.098
Si -12.783 5.536 -6.961
Si -15.018 -1.362 5.438
Si -12.281 1.373 5.425
Si -15.027 4.094 5.444
Si -12.273 -9.457 5.402
Si -15.02 9.509 5.34
Si -12.295 -4.092 5.402
Si -9.57 -1.353 5.357
Si -6.824 1.378 5.361
Si -9.545 4.117 5.398
Si -23.194 6.776 5.404
Si -9.552 -6.756 5.316
Si -23.154 -4.12 5.385
Si -20.458 -1.371 5.398
Si -17.75 1.355 5.428
Si -20.452 4.107 5.356
Si -17.742 6.836 5.366
Si -20.456 -6.794 5.381
Si -17.747 -4.081 5.397
Si -13.65 0.014 6.776
Si -10.914 2.753 6.753
Si -13.635 5.474 6.751
Si -10.91 -8.09 6.73
Si -13.672 10.872 6.735
Si -10.925 -2.709 6.734
Si -8.212 0.028 6.713
Si -21.771 2.728 6.763
Si -24.508 5.426 6.811
Si -21.812 8.153 6.74
Si -24.515 -5.481 6.75
Si -21.809 -2.742 6.757
Si -19.108 -0.006 6.776
Si -16.389 2.726 6.783
Si -19.094 5.461 6.732
Si -16.371 8.176 6.737
Si -19.099 -5.44 6.757
Si -16.387 -2.726 6.772
Si -15.011 1.378 8.131
Si -12.277 4.116 8.11
Si -15.01 6.821 8.107
Si -12.29 9.55 8.103
Si -15.013 -4.08 8.114
Si -12.281 -1.349 8.111
Si -9.558 1.386 8.099
Si -23.133 4.067 8.146
Si -9.565 -9.468 8.092
Si -23.153 9.501 8.128
Si -9.556 -4.057 8.085
Si -23.15 -1.377 8.132
Si -20.439 1.365 8.143
Si -17.747 4.101 8.119
Si -20.443 6.811 8.111
Si -17.722 -6.787 8.111
Si -20.445 -4.083 8.13
Si -17.737 -1.357 8.131
Si -16.373 0.013 9.485
Si -13.646 2.756 9.467
Si -16.37 5.46 9.47
Si -13.647 8.185 9.464
Si -16.37 -5.428 9.484
Si -13.652 -2.704 9.466
Si -10.927 0.032 9.459
Si -24.496 2.701 9.503
Si -10.923 5.49 9.459
Si -24.496 8.145 9.51
Si -10.926 -5.405 9.452
Si -24.502 -2.743 9.498
Si -21.796 -0.007 9.498
Si -19.082 2.733 9.498
Si -21.781 5.446 9.495
Si -19.08 8.172 9.472
Si -21.794 -5.449 9.491
Si -19.087 -2.719 9.497
Si -15.011 -1.345 10.838
Si -12.29 1.394 10.822
Si -15.004 4.111 10.835
Si -12.287 6.838 10.83
Si -15.001 9.538 10.836
Si -12.283 -4.052 10.819
Si -9.558 -1.321 10.809
Si -23.142 1.35 10.872
Si -25.833 4.063 10.883
Si -23.128 6.797 10.875
Si -25.834 -6.817 10.888
Si -23.134 -4.086 10.867
Si -20.431 -1.354 10.867
Si -17.719 1.378 10.856
Si -20.43 4.093 10.865
Si -17.722 6.819 10.837
Si -20.423 9.526 10.855
Si -17.72 -4.07 10.857
Si -13.656 0.036 12.186
Si -10.937 2.778 12.165
Si -13.654 5.487 12.194
Si -10.924 -8.119 12.186
Si -13.638 10.908 12.184
Si -10.923 -2.679 12.163
Si -8.205 0.05 12.169
Si -21.785 2.726 12.225
Si -24.47 5.427 12.247
Si -21.765 8.166 12.232
Si -24.473 -5.449 12.243
Si -21.777 -2.723 12.235
Si -19.075 0.017 12.226
Si -16.354 2.748 12.204
Si -19.068 5.463 12.215
Si -16.363 8.179 12.199
Si -19.067 -5.433 12.228
Si -16.365 -2.699 12.215
Si -15.003 1.393 13.572
Si -12.286 4.139 13.544
Si -15.014 6.834 13.573
Si -12.28 -6.76 13.552
Si -14.998 -4.067 13.557
Si -12.288 -1.33 13.523
Si -9.57 1.428 13.511
Si -23.116 4.072 13.622
Si -9.561 6.85 13.549
Si -23.096 -6.786 13.611
Si -9.561 -4.028 13.521
Si -6.833 -1.304 13.52
Si -20.425 1.386 13.591
Si -17.7 4.116 13.569
Si -20.41 6.814 13.603
Si -17.705 9.524 13.586
Si -20.41 -4.071 13.604
Si -17.717 -1.339 13.592
Si -16.364 0.035 14.947
Si -13.654 2.795 14.908
Si -16.373 5.484 14.957
Si -13.657 -8.106 14.914
Si -16.34 -5.432 14.935
Si -13.631 -2.699 14.895
Si -10.936 0.061 14.849
Si -8.216 2.803 14.866
Si -10.93 5.499 14.914
Si -8.203 8.214 14.913
Si -10.908 -5.387 14.891
Si -8.19 -2.669 14.865
Si -21.769 0.018 14.96
Si -19.056 2.767 14.929
Si -21.749 5.444 14.975
Si -19.049 8.17 14.974
Si -21.739 -5.43 14.996
Si -19.063 -2.704 14.973
O 2.586 -0.018 22.014
O -2.72 -5.279 22.178
O 4.125 -4.129 23.18
O -0.387 0.338 -5.956
O 8.068 5.489 22.112
O -5.63 0.122 -0.566
O 7.03 -0.977 22.778
O -5.449 2.767 22.232
O 4.653 7.646 22.885
O 2.716 2.725 -0.385
O -7.228 0.976 22.97
O -4.355 -3.028 24.549
O 1.513 -6.296 23.133
O -7.079 -6.346 -6.211
O -1.07 2.375 -4.407
O -0.291 4.632 -3.268
O 1.26 -0.636 -1.263
O 0.603 0.577 -3.515
O -1.594 6.208 23.046
O 4.396 -4.523 -1.4
O 5.789 6.16 24.595
O 0.003 -5.465 -0.497
O 1.686 -7.295 -1.313
O -2.676 8.125 -0.48
O -4.535 4.177 -1.32
O -4.361 -6.898 23.296
O -0.074 8.196 22.21
O -0.361 -4.034 -3.597
O 6.436 -4.019 -2.964
O -7.773 5.461 -5.384
O 3.642 -2.809 25.367
O -6.518 -3.535 23.114
O 6.957 5.339 -4.196
O 5.742 -5.397 -7.088
O 7.423 4.126 24.873
O 0.239 5.358 25.403
O 6.787 -7.957 24.681
O 5.39 5.471 -0.467
O -6.529 -1.433 24.749
O -0.942 0.809 -1.388
O 9.793 6.702 -1.469
O 8.135 -7.956 -0.392
O 2.757 -2.66 -0.493
O -4.389 7.605 -2.925
O -9.799 -6.79 25.89
O -2.804 -0.611 -6.145
O 5.859 -2.053 -4.698
O -6.757 7.247 23.135
O -8.336 -2.964 -0.322
O 9.038 1.874 -1.337
O -1.063 -3.397 22.939
O 4.316 -7.772 25.313
O -1.651 -3.603 -1.337
O -1.02 6.269 -1.32
O -0.321 6.412 -6.866
O 3.478 7.095 -1.244
O 12.6 -4.35 23.742
O -2.924 -0.13 21.869
O 3.314 -2.361 -3.94
O 3.972 6.591 -6.57
O -5.428 -1.01 -6.926
O 4.076 -7.262 -5.703
O 0.853 -1.616 23.098
O 1.212 6.743 -2.597
O 6.612 -6.028 23.161
O 4.288 1.489 23.107
O 4.728 -0.146 -3.39
O -5.713 -8.058 25.239
O -2.676 -2.901 -3.619
O -2.445 5.553 25.476
O 1.086 3.931 23.313
O -5.067 -3.561 -2.933
O -2.846 3.997 -3.303
O -6.778 -4.736 -1.401
O -1.607 4.686 -5.493
O 5.393 2.49 25.125
O -4.175 -6.451 -1.695
O 5.454 -2.617 21.683
O 8.232 -5.113 21.554
O -1.765 1.736 22.967
O 1.04 4.613 -1.107
O -5.231 5.238 -3.519
O -5.028 -1.469 22.626
O 7.346 -4.126 -5.419
O -4.814 1.87 -5.939
O 8.962 -6.999 23.427
O 4.068 -3.919 -5.785
O 5.467 7.626 -3.912
O -6.264 5.688 25.23
O -5.24 -4.628 -6.003
O 6.291 -0.975 -1.387
O 1.735 -2.638 -6.028
O -0.704 -1.535 -2.682
O -7.527 -2.589 -2.749
O 2.816 5.644 22.287
O 2.411 -5.931 25.542
O -12.338 3.404 -4.863
O -2.632 2.658 -0.464
O 0.835 2.713 25.706
O 3.009 -7.924 -3.459
O -9.771 1.566 22.794
O 41.561 7.622 -5.954
O -3.127 -7.721 25.564
O 8.653 4.248 -5.974
O -3.586 4.446 23.155
O 7.909 -6.568 -6.263
O -31.663 -1.39 -1.465
O 6.75 1.348 -2.543
O -2.593 -6.968 -3.791
O 1.843 8.113 -6.883
O 6.464 -6.129 -1.32
O -36.593 -5.461 -5.973
O -33.509 5.683 -3.874
O -43.571 3.098 -3.304
O -37.496 -1.25 26.146
O -40.036 1.736 -0.964
O -0.233 -5.996 25.149
O -42.034 -6.245 -1.279
O -0.097 -6.547 -4.426
O -4.01 -1.437 -1.833
O 4.57 1.012 -1.114
O 19.184 0.047 22.029
O 13.676 -5.683 21.833
O 20.068 -4.992 22.876
O 8.641 6.319 25.031
O 24.384 5.449 22.147
O 19.119 -6.414 25.024
O 10.812 0.209 -0.284
O 22.799 -1.271 23.168
O 10.927 2.776 22.2
O 20.477 7.186 23.011
O 18.873 2.871 -0.349
O 7.942 -0.58 25.009
O 11.6 -7.043 22.883
O 12.602 4.649 22.952
O 17.688 -6.028 22.927
O 9.556 5.498 -3.816
O 17.26 3.081 -4.197
O 15.153 1.438 -4.398
O 17.489 -0.965 -1.201
O 15.441 -1.197 -2.737
O 14.457 6.538 22.963
O 20.79 -4.579 -1.116
O 20.769 5.307 24.858
O 16.37 -5.303 -0.375
O 18.263 -6.962 -1.157
O 16.823 1.184 -2.502
O 13.564 8.165 -0.363
O 12.492 4.035 -1.587
O 16.24 -8.081 22.107
O 15.692 -3.794 -3.362
O 23.162 -4.421 -2.29
O -7.058 -4.835 -4.069
O 20.491 -2.367 24.164
O 23.59 3.848 -1.242
O 23.752 -2.089 -1.222
O 22.353 4.157 23.056
O 24.219 3.398 -6.125
O 21.852 7.708 25.109
O 21.766 5.571 -0.469
O 11.162 -2.692 25.041
O -38.982 -4.902 -7.138
O 26.154 6.505 -1.504
O 22.417 -6.652 -1.361
O 19.085 -2.742 -0.31
O 10.251 -3.572 -4.876
O 8.054 -5.854 25.619
O 19.599 -1.504 -4.179
O 10.147 7.105 22.74
O 8.073 -2.707 -0.482
O 25.588 2.076 -1.28
O 15.079 -3.852 23.024
O 22.182 3.6 -4.529
O 19.24 7.327 25.37
O 14.849 -3.199 -1.028
O 17.881 -0.206 -5.791
O 15.193 6.328 -1.272
O 21.848 2.938 -7.068
O 20.079 7.429 -1.319
O 21.205 0.045 24.735
O -47.181 -7.292 -1.233
O 13.716 0.111 22.049
O 14.842 -6.861 -6.169
O 19.304 7.142 -5.643
O 19.016 -7.758 -3.497
O 46.119 -7.995 -0.221
O 17.607 6.974 -1.981
O 22.613 -7.333 22.923
O 21.318 1.527 22.487
O -36.06 -2.976 -5.742
O 10.54 8.157 25.098
O 12.829 2.63 -3.856
O -36.475 7.9 -4.08
O -3.537 2.139 25.096
O 17.328 3.596 23.007
O -26.409 -6.538 -1.385
O -30.135 8.02 25.211
O 9.682 -4.721 -1.199
O -35.173 -0.357 25.851
O 22.963 3.989 25.589
O 13.314 -2.697 -3.103
O 7.223 7.301 -5.853
O 20.921 2.696 24.702
O 11.645 -6.52 -1.056
O 21.728 -3.107 21.872
O 10.502 -5.215 25.07
O 13.523 5.182 -3.599
O 24.313 -5.583 22.058
O 15.439 1.788 23.109
O 17.122 4.526 -1.328
O -31.893 6.112 -5.913
O 13.633 2.025 -6.333
O 11.874 -1.229 23.097
O 19.936 -6.587 -5.61
O 10.408 -6.126 -5.247
O 12.892 0.108 -4.565
O 24.327 -7.865 24.86
O 19.262 -2.317 -6.644
O -28.134 -2.129 24.859
O 18.405 -3.944 24.577
O 38.491 0.067 -3.669
O 4.927 -5.129 25.441
O 11.493 -5.143 -3.187
O 21.846 -0.429 -0.908
O 38.203 5.459 -0.312
O 12.53 -2.078 -6.026
O 14.97 4.206 24.017
O -26.605 -3.416 -5.571
O 10.454 -0.989 -4.692
O 14.877 -3.124 -5.743
O -27.455 0.188 -0.413
O 18.986 5.362 22.034
O -7.194 2.144 -1.278
O 46.882 -4.483 25.714
O 13.67 2.459 -0.119
O 13.753 -2.217 24.683
O 24.613 3.184 -3.519
O -3.087 6.44 -6.556
O -18.382 7.623 -1.041
O 8.953 1.729 25.731
O 18.152 4.748 -6.053
O -45.112 -4.648 23.357
O 13.275 5.864 25.172
O 7.343 1.73 23.695
O 17.317 -2.572 -4.917
O 23.244 1.399 -2.129
O 31.479 2.291 -4.101
O 12.106 -0.422 25.734
O 39.145 -6.36 -1.204
O 11.465 0.208 -6.7
O -32.701 -0.38 -3.53
O 19.74 2.815 -5.325
O 22.04 -2.359 -3.294
O 16.651 -5.046 -5.421
O 44.985 1.177 -4.754
O 14.583 -4.613 25.492
O 9.599 0.791 23.255
O -9.994 -6.239 -1.378
O 12.654 -1.327 -1.058
O 20.611 1.621 -1.603
O 35.356 -0.093 22.047
O 29.893 -5.533 22.098
O 36.481 -4.655 23.028
O 31.388 -1.566 -7.123
O 40.826 5.405 22.259
O 34.263 -3.749 24.049
O 27.227 0.178 -0.39
O 39.752 -0.627 22.548
O 27.131 2.673 22.274
O 37.316 6.635 23.196
O 35.624 2.596 -0.193
O 24.704 -0.31 25.392
O 25.975 -4.157 23.319
O 40.916 -0.771 -4.062
O 34.369 -6.258 23.165
O 26.091 7.081 -4.094
O -45.693 2.171 -4.446
O 28.166 6.123 -6.453
O 34.157 -0.573 -1.256
O 33.423 0.597 -3.593
O 43.575 -5.356 25.43
O 37.321 -4.464 -1.331
O 22.694 -1.965 25.687
O 36.497 6.926 25.619
O 32.784 -5.431 -0.449
O 34.464 -7.294 -1.287
O 32.635 4.361 -2.983
O 30.251 7.307 -1.28
O 28.001 4.276 -1.073
O 28.57 -7.492 23.154
O 32.642 8.167 22.308
O 32.204 -3.875 -3.724
O 39.764 -4.033 -2.286
O -34.086 -4.619 -5.055
O 38.85 -5.312 -6.216
O 20.95 -4.182 -5.82
O 40.194 3.94 -1.059
O 31.257 3.945 23.85
O 39.347 3.531 23.348
O 39.654 3.192 -6.749
O 39.044 7.338 24.958
O 25.746 6.306 25.545
O 27.166 -3.005 25.244
O 31.756 2.171 -1.541
O 42.505 6.389 -1.058
O 40.868 8.175 -0.275
O 35.586 -2.686 -0.455
O 3.577 1.733 -6.834
O 34.634 -1.547 25.465
O 29.91 -0.164 -5.56
O 48.649 7.353 -6.371
O 25.949 7.291 23.097
O 25.842 -3.857 -1.538
O 41.813 1.834 -0.681
O 31.613 -3.991 23.179
O 29.688 -2.837 24.484
O 29.878 5.674 25.242
O 31.14 -3.595 -1.35
O 34.801 -0.499 -5.81
O 32.23 5.703 -0.764
O 35.686 4.262 -5.915
O 36.265 7.102 -1.142
O 35.668 0.811 25.018
O 26.306 -4.785 -4.006
O 29.997 0.005 22.358
O 32.091 -7.767 -5.479
O 37.262 -7.18 -5.389
O 29.531 -7.632 -6.197
O 34.701 -7.766 -5.822
O 33.459 -1.512 23.059
O 33.96 6.717 -2.501
O 38.988 -7.062 23.113
O 37.23 1.397 22.911
O 29.402 -7.286 25.717
O 26.911 -7.743 25.164
O 26.861 3.951 -5.812
O 28.546 -0.166 -3.398
O -47.399 -1.694 23.625
O 31.942 1.553 23.313
O 27.351 -2.509 -3.186
O 37.973 5.194 -6.893
O 27.414 -5.36 -0.288
O 29.442 3.987 -5.674
O 39.96 3.017 25.949
O 29.945 -2.493 -3.418
O 25.583 6.155 -6.569
O 37.667 2.418 25.167
O -30.149 -5.646 25.124
O 38.08 -2.704 22.177
O -27.626 4.014 24.418
O 30.163 4.09 -2.565
O 40.852 -5.483 22.201
O -19.933 4.573 23.137
O 34.476 4.519 -1.226
O 28.107 5.698 -3.202
O 27.972 3.154 -3.536
O 27.98 -1.371 23.284
O 36.516 -2.419 -5.56
O 27.73 -5.787 -5.997
O -48.789 -3.256 25.214
O 41.137 -7.542 24.546
O 35.351 5.293 22.234
O 25.712 2.09 25.025
O -13.349 2.439 -0.448
O 41.034 -2.323 -0.824
O -36.437 -1.548 23.716
O 25.086 -5.79 -6.114
O 39.286 -0.478 -1.189
O -22.996 -1.547 -2.148
O 29.173 -2.887 -6.289
O -42.533 -1.588 26.021
O 32.225 -1.519 -2.65
O 24.714 -2.726 -3.552
O 31.564 -4.022 -6.246
O 32.233 -2.471 25.162
O 33.73 3.471 23.12
O -41.191 -3.553 24.835
O 22.377 -6.047 25.211
O 29.859 2.807 -0.024
O -22.594 -4.188 23.188
O 43.199 -0.999 -2.466
O 35.795 -7.991 -3.412
O 23.268 1.548 24.209
O 25.709 -5.144 25.84
O 47.557 -3.584 23.224
O -1.3 7.163 -4.534
O 44.06 -5.882 -0.215
O 33.783 2.63 -5.267
O 33.921 -3.003 -5.601
O 39.966 1.801 -2.472
O 30.283 -7.751 -3.622
O -0.024 -4.503 -6.199
O 38.105 -5.529 -3.567
O 27.412 -1.011 -5.524
O -31.177 4.467 -3.993
O -22.641 7.435 -3.925
O -20.598 4.331 -1.366
O 33.474 -5.539 -5.228
O -14.866 4.478 -4.47
O 31.032 -4.724 25.7
O 25.401 0.657 22.941
O 28.918 -1.622 -1.239
O 37.49 1.288 -1.447
O -45.967 0.038 22.422
O 46.178 -5.452 22.144
O -29.408 2.789 -3.174
O -48.719 -3.736 -7.113
O -38.939 7.605 22.752
O -46.635 -5.523 25.308
O 43.622 0.068 0.109
O -41.756 -1.302 23.468
O 43.563 2.737 22.184
O -44.632 6.976 23.176
O -46.339 2.723 -0.28
O 43.289 -2.149 25.054
O -3.978 6.9 23.789
O 45.365 4.392 23.049
O -47.468 -6.71 23.285
O 41.711 6.613 -3.59
O 48.302 0.547 -6.517
O 39.66 -2.104 26.199
O -47.991 -0.897 -1.013
O 47.805 0.596 -1.169
O 47.154 6.289 23.225
O -44.282 -3.984 -1.028
O 44.803 8.197 -4.854
O -33.034 3.732 -5.611
O -48.888 -5.59 -0.106
O 22.587 -6.169 -5.46
O -47.693 6.759 -2.505
O -12.021 -5.75 24.743
O 44.079 4.032 -0.787
O 48.293 -2.117 -5.243
O 48.833 7.995 22.221
O -48.745 -4.232 -2.606
O -39.877 -6.743 -2.758
O -20.647 -0.661 -3.247
O -42.091 -7.764 -7.283
O 42.718 -3.828 23.032
O -42.002 3.762 -1.251
O -42.999 -4.522 -5.823
O -42.458 3.893 23.157
O -41.079 2.403 -3.26
O -44.722 -7.064 24.447
O -43.636 5.434 -0.244
O 30.793 6.369 22.942
O -40.471 -0.449 -7.111
O -39.217 6.078 -1.288
O -40.823 8.005 -0.321
O -46.334 -2.75 -0.052
O 42.509 -6.761 -4.411
O -25.992 3.519 -1.593
O 45.892 -0.723 -6.127
O -47.487 -0.569 -5.686
O 42.64 7.198 23.002
O 42.212 -4.551 -1.368
O -38.842 1.028 -3.174
O -1.602 -7.536 -6.295
O -38.745 -6.49 -5.103
O -40.696 1.965 -6.375
O 47.094 -4.149 -0.925
O -46.145 4.163 -6.143
O 9.802 7.879 -6.091
O 46.655 -3.822 -6.575
O -45.447 7.07 -1.144
O -8.232 -8.103 -0.603
O 46.165 6.658 -6.719
O 46.328 -0.076 22.32
O -48.703 -6.347 -6.591
O -43.628 7.923 -5.102
O 44.716 -5.78 -3.488
O -46.121 -4.152 -2.763
O -16.507 -3.437 -4.064
O -17.891 -3.632 -6.198
O -42.59 -7.731 23.139
O -43.903 1.666 23.012
O -43.887 0.439 -3.37
O 43.582 -8.015 25.223
O -15.888 2.309 25.266
O 43.387 -1.001 -5.006
O 46.731 -7.159 -6.285
O -48.028 3.54 23.221
O -38.933 3.615 -2.413
O 44.26 -5.114 -6.685
O 42.236 -1.324 22.816
O 6.13 -2.781 24.554
O 29.488 -6.569 -1.309
O 46.754 -4.104 -3.496
O -4.618 -1.556 -4.543
O -39.916 -2.755 -5.885
O -14.604 -1.944 23.07
O -43.474 -2.878 22.387
O -48.822 -0.659 25.596
O 42.22 3.447 -2.643
O -40.863 -5.799 22.4
O 48.037 1.683 23.324
O 47.955 6.59 -1.164
O 43.951 5.481 -2.949
O -24.164 5.939 -5.494
O 44.723 -2.076 22.917
O -41.577 4.966 -3.538
O 46.74 0.515 26.198
O 42.177 2.784 -6.011
O -43.437 7.128 25.401
O 21.555 0.124 -3.605
O -43.975 -6.081 -3.956
O -37.582 6.258 -5.849
O -41.031 -2.63 -0.273
O 41.787 6.309 25.273
O 17.533 2.22 -6.656
O -42.746 -0.807 -1.183
O 47.926 4.939 -5.62
O -36.883 -5.907 -1.162
O 47.587 4.009 24.46
O 47.828 -2.004 -2.104
O 41.887 -2.957 -3.41
O -41.526 6.492 -5.721
O -43.289 1.651 -5.554
O -46.269 5.275 22.27
O -27.656 -7.472 25.103
O -0.602 -2.168 25.224
O 46.233 2.548 -0.219
O 46.865 -1.938 25.217
O -9.64 -6.165 -5.687
O -45.732 -7.985 -3.408
O -24.354 0.535 25.804
O -38.525 0.478 -5.687
O 45.903 -6.751 25.086
O -16.609 0.61 -6.075
O 45.645 5.614 25.283
O -34.742 -4.34 -1.4
O -47.457 -2.301 -3.822
O -18.989 4.97 25.555
O -35.101 0.138 22.37
O -30.854 -0.422 -6.004
O -35.241 -0.622 -6.505
O -18.99 1.433 -5.331
O -28.088 6.324 25.425
O 48.614 -6.328 25.183
O -24.32 -4.64 -4.96
O -47.565 -4.713 -4.919
O -47.29 1.888 -6.529
O 44.547 -3.292 -2.412
O 41.666 1.202 22.947
O 32.992 2.827 25.566
O 45.412 -1.368 -0.935
O -44.869 0.713 -1.046
O -29.927 -0.05 22.319
O -35.209 -5.385 22.136
O -28.693 -4.737 23.048
O -39.237 6.128 24.793
O -24.572 5.196 21.937
O -23.649 -7.82 -6.015
O -38.223 -0.016 -0.281
O -25.983 -1.16 23.389
O -37.846 2.861 22.221
O -28.521 7.4 23.095
O -25.591 5.715 24.424
O -16.246 -8.088 22.481
O -37.875 -7.86 25.065
O -36.212 4.752 23.007
O -30.598 -6.534 22.783
O -39.654 4.676 -5.436
O -32.847 1.255 -6.389
O -39.109 7.473 -4.1
O -31.872 2.056 -2.974
O -33.543 -2.222 -5.496
O -34.216 6.471 23.071
O -28.124 -4.572 -1.358
O 5.369 -0.264 24.761
O -13.821 4.288 -6.794
O -32.655 -5.598 -0.501
O -30.745 -7.181 -1.405
O -40.013 -1.321 25.439
O -35.49 8.179 -0.421
O -37.042 4.673 -0.975
O -36.307 -7.368 23.21
O -32.52 8.159 22.129
O -35.708 6.163 25.167
O -26.307 -4.728 -3.276
O 28.525 -0.967 25.935
O -47.398 -8.058 25.602
O -39.083 -4.408 23.576
O -29.649 5.412 -7.077
O -35.597 -3.05 25.717
O -26.448 3.209 22.273
O -28.802 0.718 -4.732
O -41.206 -7.4 -4.883
O -27.365 5.391 -0.506
O 10.125 -3.782 22.86
O -48.153 3.312 -4.549
O -22.994 6.359 -1.51
O -24.614 8.134 -0.502
O -29.906 -2.909 -0.451
O -34.621 -7.348 -5.551
O -37.576 3.902 -6.989
O -5.141 -6.571 -4.245
O -33.843 1.012 -1.569
O -20.6 7.02 -2.271
O -8.974 -0.821 -4.545
O -23.687 1.476 -1.327
O -32.556 -3.064 25.432
O -31.87 -1.6 23.214
O -32.455 -7.002 25.539
O -31.076 4.028 -1.45
O 38.946 -1.409 -5.86
O -34.009 6.242 -1.334
O -25.947 4.93 -3.839
O -29.294 6.973 -1.305
O 12.132 -3.9 -1.051
O -30.165 -6.204 -5.097
O -3.62 -2.893 -6.805
O -10.077 -0.37 -6.975
O -25.008 -2.564 -3.543
O 10.622 7.966 -3.633
O 28.821 4.561 23.111
O -21.874 2.541 -2.812
O -38.059 -1.421 -3.687
O -26.166 -7.1 23.053
O -28.337 1.732 23.251
O 39.85 -7.154 -4.624
O -40.498 -7.956 24.776
O 27.946 8.132 -2.494
O -35.487 -1.428 -3.817
O -6.334 6.524 -1.427
O -31.673 3.839 23.208
O -20.169 -6.843 -1.524
O -35.133 -7.584 25.612
O 12.609 -4.613 -5.511
O -14.563 2.078 -5.387
O -21.789 -0.841 -6.879
O -20.901 -1.453 25.761
O 15.011 3.248 -2.594
O -24.447 2.727 -3.521
O -28.926 3.141 -5.746
O -27.191 -2.873 22.064
O -39.465 1.259 25.983
O 26.59 -3.465 -6.239
O -24.46 -5.484 22.021
O -32.236 2.779 25.565
O -28.701 0.022 26.191
O -9.657 3.745 -5.014
O -23.742 3.01 25.29
O -9.627 -4.418 25.003
O -41.607 -4.915 -3.509
O -39.978 -5.708 25.836
O -25.553 -1.474 -1.309
O -25.687 -5.848 25.437
O -28.024 -7.622 -5.653
O -39.381 1.221 23.379
O -31.751 6.947 -2.372
O -12.917 -2.373 -6.521
O -35.268 2.697 -6.279
O -14.34 -6.356 23.327
O -43.787 3.009 25.204
O 24.47 -8.092 -0.507
O -25.884 3.999 -6.192
O -34.045 4.214 24.389
O 28.041 1.593 -5.501
O -11.281 0.424 -0.484
O -16.854 5.315 -3.073
O -31.157 -4.027 23.348
O -29.902 5.426 22.181
O -40.657 5.541 22.22
O -35.54 -6.065 -3.35
O -35.413 2.715 -0.36
O 41.244 -6.206 -6.6
O -46.025 1.747 25.8
O -29.772 7.969 -3.683
O 16.112 5.598 -3.629
O -33.986 8.168 -3.147
O -42.379 -1.978 -6.139
O -21.815 6.655 -6.343
O 48.343 4.886 -3.064
O -25.84 -7.548 -7.273
O -5.047 2.599 -3.423
O -21.774 5.053 -3.509
O 12.375 -7.676 -5.471
O 40.085 1.018 -5.595
O -26.655 6.539 -5.962
O 40.178 5.448 -5.489
O -14.313 -0.471 -5.371
O -7.99 3.979 -3.058
O 21.629 -1.643 -5.781
O -12.033 5.068 24.847
O -36.748 -3.722 -2.919
O -38.797 -3.503 26.045
O -44.979 -1.683 -2.237
O -37.516 5.62 -3.294
O -36.552 -1.597 -1.453
O -13.761 -2.693 -0.593
O -13.622 0.153 22.017
O -18.907 -5.21 22.124
O -12.68 -4.548 22.539
O -18.575 -1.112 -5.999
O -8.311 5.505 22.084
O 27.952 -5.405 24.561
O -21.68 0.046 -0.365
O -9.068 -0.94 22.94
O -21.751 2.806 22.328
O -11.916 7.064 23.048
O 44.159 -6.651 23.15
O 14.65 5.086 -5.926
O -20.889 -6.26 23.27
O -17.072 5.579 -5.694
O -29.033 -4.22 -6.355
O -10.886 -2.656 22.084
O 38.164 -0.213 24.8
O 44.84 3.032 -3.014
O -15.62 -0.989 -1.406
O -15.84 0.594 -3.519
O -8.253 7.457 25.305
O -12.059 -4.572 -1.362
O -28.231 -6.38 -3.296
O -48.921 -0.181 -3.446
O -16.306 -5.578 -0.46
O -14.392 -7.176 -1.332
O -34.14 1.718 -4.162
O -1.28 3.509 24.575
O -23.465 7.003 23.27
O 8.332 3.162 -3.567
O -2.67 -4.884 25.469
O 35.638 -5.477 25.383
O -9.8 -3.78 -2.389
O 1.94 -4.728 -4.449
O -6.668 0.702 -4.29
O 14.528 7.393 -4.652
O -9.59 3.2 -1.178
O -11.846 -4.765 -6.11
O -10.279 4.046 22.854
O -32.203 -3.055 -3.55
O -10.904 7.293 25.416
O -10.925 5.371 -0.501
O -20.564 -3.911 24.701
O -17.016 1.214 -1.24
O 8.032 7.557 -3.326
O 21.08 -5.551 -3.481
O 38.936 -6.519 25.707
O -33.393 1.901 23.269
O -23.245 6.288 25.705
O -19.311 6.478 -6.984
O 6.037 3.765 22.744
O -19.062 3.96 -6.201
O -24.048 -3.686 -1.231
O -28.557 -1.686 -5.748
O -17.144 -3.352 22.863
O -14.047 -4.029 24.656
O -13.557 7.172 25.136
O -17.592 -3.73 -1.605
O -29.613 2.258 -0.326
O -9.641 -1.215 -1.627
O -16.062 -2.433 25.117
O -12.524 7.257 -1.341
O -8.69 -2.101 26.085
O -25.945 -1.423 26.028
O -18.971 -0.014 22.233
O -17.091 -7.104 -5.282
O -13.089 6.688 -5.861
O -15.534 -2.49 -6.441
O -14.559 -7.441 -5.843
O 3.817 -0.668 -5.836
O -15.016 6.705 -1.882
O -10.012 -6.503 23.262
O -12.233 2.186 22.788
O -8.639 1.348 -5.807
O -25.049 8.084 25.124
O -39.709 3.542 24.748
O -0.654 -2.034 -7.056
O 44.679 -3.444 -4.947
O -15.086 3.367 22.971
O 1.133 -3.955 24.278
O 43.001 3.939 25.805
O -21.984 -5.314 -0.539
O -33.675 -3.552 23.14
O -44.011 -4.959 25.754
O -19.094 -2.858 -3.46
O -40.496 -0.69 -4.469
O -10.958 2.712 25.006
O -48.097 4.663 -0.95
O 20.746 5.089 -6.163
O -22.275 -5.798 25.346
O -17.185 3.2 -4.587
O -8.122 -5.272 22.096
O -16.989 1.491 23.045
O -15.027 4.075 -1.507
O -19.635 3.441 -3.693
O 36.972 -0.411 -7.248
O -20.705 -1.768 23.141
O -11.209 -5.575 -3.642
O -23.673 1.273 23.259
O -23.039 0.486 -3.744
O 32.27 0.695 -6.062
O -25.799 -3.486 24.657
O -11.973 -7.303 -5.444
O -8.357 7.81 -5.937
O 43.693 8.16 -2.579
O -41.637 1.753 24.456
O -23.049 -3.171 -6.769
O 17.956 -1.758 23.292
O 3.321 1.065 25.591
O -20.452 -2.91 -6.048
O -17.46 3.911 23.782
O -18 -0.673 -2.68
O -8.911 1.486 -3.144
O 38.18 4.947 25.183
O -13.591 -1.525 25.497
O -13.575 5.342 22.098
O 23.997 5.551 -4.581
O -1.185 0.994 25.351
O -18.967 2.683 -0.317
O -18.621 -2.182 24.716
O 15.626 0.405 -7.114
O -13.548 8.031 -3.605
O -25.997 1.901 24.441
O -42.198 3.978 -5.787
O -7.918 -1.988 -6.625
O 44.743 3.574 -5.591
O -37.531 4.553 25.882
O 42.797 5.324 -5.638
O 18.7 -1.555 25.831
O -22.431 -1.948 -4.604
O -18.774 -7.897 -3.504
O -43.729 -3.473 -3.576
O -17.566 -4.595 25.101
O -48.561 2.415 25.553
O -10.356 -2.689 -5.849
O 30.482 6.46 -5.232
O -15.677 -5.059 -6.074
O -21.85 -5.218 -5.855
O 17.404 -7.472 -5.646
O 34.776 -1.686 -3.531
O 24.167 8.083 -5.485
O -19.85 -1.829 -1.121
O 1.373 2.21 -5.43
O 45.569 -1.07 -3.536
O 16.619 2.664 25.366
O -6.829 7.321 -3.846
O 47.07 2.888 -4.365
O 2.972 4.183 -6.233
O 15.257 0.364 -0.652
O 13.641 7.178 -7.111
O -10.89 2.245 -6.783
O 4.947 -6.124 -3.47
O 36.436 6.669 -5.359
O -16.866 5.522 -0.477
O 35.772 1.804 -6.742
O -27.006 2.495 -3.913
O 10.68 -2.362 -2.552
O -45.659 -6.981 -5.829
O -11.301 4.904 -6.722
O -18.045 6.416 23.386
O 40.85 -0.305 24.841
O -5.742 7.029 -6.195
O -31.628 -4.173 -5.908
O -18.223 -5.359 -3.61
O -36.577 -5.502 25.147
O 7.11 3.664 -1.29
O -19.624 -6.482 -5.544
O -8.986 0.731 25.009
O -6.935 3.122 -5.226
O -39.906 -4.585 -1.413
O -30.206 -1.307 -3.685
O -2.798 -5.437 -6.724
O 8.281 -2.293 -3.756

Results
total energy: -609935.302 eV
total energy less fixed offsets of O -438.25, Si -107.07 eV per atom: -16.102 eV

Forces (eV/angstrom) on atoms 626 to 1301 of the 3024, counted in the order above; the others are left out for length: element, x, y, z
Si -0.004 -0.005 -0.002
Si 0.011 0.015 -0.007
Si -0.012 -0.002 0.008
Si -0.002 -0.006 -0.005
Si -0.004 -0.003 0
Si -0.001 0.002 0.005
Si 0 0.013 0.006
Si 0.001 -0.002 0.001
Si 0.001 -0.002 0
Si 0.005 -0.004 0.002
Si 0.004 0.009 0.003
Si 0.008 -0.009 -0.002
Si -0.002 0 0
Si -0.009 -0.002 0.001
Si 0.008 0 0.004
Si -0.003 0.001 -0.001
Si -0.003 -0.002 -0.003
Si 0.008 -0.016 0.004
Si -0.002 0.002 0.008
Si 0.011 -0.002 0.002
Si 0 -0.005 0.006
Si -0.008 0.002 0
Si 0.004 0.001 0.004
Si 0 -0.008 0
Si -0.003 -0.002 -0.007
Si -0.003 -0.004 0.001
Si 0.009 -0.01 -0.003
Si 0 0.002 0.003
Si -0.004 -0.005 -0.002
Si -0.008 0.005 -0.003
Si 0.007 0.003 -0.001
Si 0.004 0.003 0.001
Si -0.009 0 -0.003
Si -0.005 0.005 -0.004
Si 0.009 -0.003 -0.002
Si -0.002 0.004 -0.002
Si -0.003 0.001 -0.003
Si -0.003 0.005 0.002
Si -0.007 -0.001 0.001
Si 0.005 0.003 -0.001
Si 0 -0.005 -0.001
Si 0.013 -0.002 0.002
Si -0.002 0.001 -0.002
Si -0.003 0.002 0.002
Si -0.014 0 -0.002
Si 0.012 0.008 0
Si 0.01 -0.003 -0.002
Si -0.004 -0.006 -0.004
Si 0.002 -0.003 0.002
Si 0.009 0.003 -0.001
Si 0.002 0.002 0
Si -0.012 -0.004 -0.004
Si -0.004 -0.01 0.002
Si -0.004 -0.011 0
Si 0.001 0.003 0.006
Si 0.007 -0.003 0.004
Si -0.001 -0.005 0.003
Si -0.001 0.002 -0.001
Si 0 0.011 0.005
Si -0.006 0.002 -0.002
Si 0.001 0.007 -0.003
Si 0.004 0.004 0.004
Si 0.006 -0.005 -0.002
Si 0.009 -0.013 0.004
Si -0.004 0 -0.001
Si 0.001 -0.003 0
Si -0.009 0.003 -0.008
Si -0.003 -0.005 0.004
Si -0.004 0.009 0
Si -0.02 0.005 0.004
Si -0.008 0.005 0.003
Si 0.002 0.003 0.002
Si -0.007 -0.006 0.002
Si -0.012 0.003 0
Si -0.003 -0.001 0.003
Si 0.009 0.003 0.001
Si -0.015 0.003 0.002
Si 0 -0.015 0.002
Si 0.006 -0.01 0.009
Si -0.002 -0.002 0.009
Si 0.015 0 0.009
Si 0.002 0.009 -0.002
Si 0.001 -0.005 0.008
Si 0.006 0.007 -0.002
Si 0.004 0 0.011
Si -0.002 -0.007 -0.001
Si 0.008 0.005 0.007
Si -0.002 -0.006 -0.008
Si 0.001 -0.003 -0.003
Si -0.009 -0.002 0.007
Si -0.01 0.002 0.006
Si 0.004 0 0.001
Si 0.004 0.001 0.003
Si -0.001 -0.009 0.001
Si 0.006 0 0.005
Si -0.205 0.046 0.698
Si 0.306 -0.306 0.681
Si -0.342 0.144 0.75
Si -0.091 0.162 0.7
Si 0.129 -0.155 0.711
Si 0.158 -0.146 0.738
Si -0.192 -0.084 0.723
Si -0.141 0.134 0.729
Si 0.047 -0.202 0.75
Si 0.162 -0.057 0.812
Si -0.128 0.218 0.69
Si -0.268 0.267 0.77
Si 0.124 -0.084 0.784
Si 0.291 -0.538 0.529
Si -0.154 0.289 0.666
Si 0.002 0.248 0.652
Si 0.059 -0.339 0.677
Si -0.079 0.161 0.733
Si -0.004 0.048 -0.022
Si 0.001 0.019 -0.046
Si 0.022 0.021 -0.032
Si 0.034 -0.039 -0.036
Si -0.018 0.016 -0.022
Si 0.009 0.018 -0.045
Si -0.016 -0.047 -0.042
Si -0.017 -0.039 -0.033
Si 0.01 -0.013 -0.077
Si 0.019 0.003 -0.058
Si 0.013 0.01 -0.048
Si -0.003 -0.021 -0.045
Si 0.009 0.016 -0.061
Si 0.023 0.002 -0.031
Si 0.017 -0.007 -0.033
Si -0.013 -0.029 -0.026
Si 0.039 -0.001 -0.035
Si 0.023 -0.004 -0.087
Si 0.043 0.026 -0.004
Si 0.031 0.012 0.025
Si -0.039 0.002 -0.006
Si -0.009 -0.002 -0.011
Si -0.001 0 0.035
Si 0.007 -0.022 -0.001
Si -0.018 -0.006 0.002
Si -0.021 0.014 0.008
Si -0.013 0.003 0.042
Si -0.023 -0.015 0.022
Si -0.002 0.02 0.002
Si -0.002 0.022 0.019
Si 0.041 -0.024 0.034
Si -0.032 -0.012 0.025
Si -0.007 0.026 0.006
Si 0.01 -0.003 0.009
Si -0.03 -0.01 0.012
Si -0.028 0.002 -0.006
Si 0.002 -0.006 0.01
Si -0.006 -0.006 -0.02
Si -0.002 -0.005 0.02
Si 0.004 -0.027 -0.004
Si -0.009 0.019 -0.014
Si 0 0.003 -0.005
Si -0.01 0.004 0.003
Si 0 -0.007 0.011
Si 0.018 -0.016 -0.004
Si 0.017 -0.032 0.01
Si 0.035 -0.003 0.007
Si -0.011 0.007 -0.012
Si 0.009 -0.013 -0.017
Si -0.003 0.015 0.016
Si 0.017 0.002 -0.001
Si 0.011 0.006 -0.009
Si -0.011 -0.004 -0.019
Si 0.018 0.02 0.034
Si -0.003 0 -0.011
Si 0.002 -0.01 -0.011
Si 0.011 0.005 -0.005
Si -0.011 0.006 -0.011
Si 0.007 -0.002 -0.004
Si -0.012 -0.004 -0.006
Si 0.003 0.016 0
Si -0.007 0.01 0
Si 0.008 0 -0.007
Si -0.016 -0.008 -0.006
Si -0.006 -0.016 -0.007
Si -0.006 0.01 -0.008
Si -0.003 -0.016 -0.011
Si -0.005 -0.003 0.001
Si -0.015 0.002 -0.002
Si -0.002 -0.002 0
Si 0.003 0.01 -0.003
Si -0.004 -0.003 -0.012
Si 0.012 -0.005 0.002
Si 0.002 0.009 -0.013
Si -0.005 0.001 0.013
Si 0.02 -0.012 0.003
Si 0.012 0 -0.001
Si 0.003 0.017 0.011
Si 0.013 -0.007 -0.011
Si -0.001 0.011 0.014
Si 0.011 0.001 0.013
Si -0.005 0.007 -0.007
Si 0.02 0.006 0.005
Si 0.017 -0.008 -0.016
Si 0.004 -0.002 0.009
Si 0.002 0.007 0.004
Si 0.008 -0.006 -0.009
Si 0.011 -0.015 0.015
Si -0.008 0.008 0.011
Si -0.003 0.012 0.009
Si 0.012 -0.018 -0.017
Si -0.011 0.009 -0.028
Si 0.006 0.015 -0.037
Si -0.018 -0.012 -0.012
Si -0.01 0.014 -0.027
Si -0.017 -0.04 -0.037
Si 0.008 0.005 -0.008
Si 0.01 -0.018 -0.03
Si -0.006 -0.01 -0.012
Si -0.001 0.018 -0.017
Si -0.018 0.001 -0.034
Si 0.013 -0.003 -0.035
Si -0.012 0.032 -0.016
Si 0.008 -0.006 0.001
Si -0.015 -0.01 -0.006
Si 0.005 0.01 -0.048
Si -0.009 -0.013 0.005
Si -0.004 -0.004 -0.006
Si -0.03 -0.002 0.042
Si 0 0.012 0.04
Si 0.018 0.007 0.04
Si -0.024 -0.013 0.058
Si 0.016 -0.017 0.074
Si 0.026 0.005 0.063
Si -0.004 -0.006 0.043
Si -0.011 0.003 0.053
Si 0.03 0.012 0.041
Si 0.007 0.024 0.058
Si 0.002 0.013 0.076
Si 0.032 0 0.038
Si -0.009 -0.015 0.058
Si -0.004 -0.015 0.042
Si -0.015 -0.019 0.051
Si 0.026 -0.021 0.075
Si 0.044 0.005 0.037
Si 0.009 0.024 0.03
Si -0.114 -0.271 -0.692
Si 0.078 0.218 -0.764
Si -0.233 -0.144 -0.733
Si 0.089 0.26 -0.716
Si 0.185 0.099 -0.721
Si -0.2 -0.06 -0.727
Si 0.122 -0.07 -0.655
Si -0.144 0.001 -0.665
Si -0.235 -0.167 -0.71
Si 0.203 0.115 -0.696
Si -0.091 -0.2 -0.736
Si 0.091 0.232 -0.693
Si -0.056 -0.256 -0.703
Si 0.119 0.283 -0.705
Si 0.172 0.069 -0.717
Si 0.007 -0.132 -0.746
Si -0.325 -0.151 -0.703
Si 0.167 0.272 -0.711
Si 0.031 -0.098 -0.091
Si -0.121 -0.133 0.064
Si 0.172 0.042 0.061
Si -0.089 -0.016 -0.009
Si 0.113 0.078 -0.01
Si -0.02 0.106 -0.014
Si 0.021 -0.024 -0.033
Si -0.074 0.046 0.046
Si -0.007 0.077 0.129
Si -0.095 -0.055 -0.144
Si -0.057 -0.063 -0.188
Si -0.013 -0.02 -0.13
Si -0.017 -0.157 0.15
Si 0.083 -0.105 -0.055
Si 0.018 -0.02 0.015
Si -0.032 0 0.181
Si -0.02 0.081 -0.097
Si -0.005 -0.03 -0.114
Si -0.014 0.054 0.145
Si -0.119 0.006 -0.073
Si -0.115 0.093 -0.031
Si 0.09 -0.088 0.169
Si 0.03 -0.074 0.03
Si -0.109 0.109 0.033
Si 0.081 -0.032 -0.017
Si 0.032 -0.063 0.032
Si -0.06 -0.105 -0.037
Si -0.093 -0.023 0.095
Si -0.078 -0.08 -0.034
Si -0.005 -0.094 -0.027
Si -0.012 -0.012 -0.03
Si 0.018 -0.04 0.097
Si -0.016 0.119 0.006
Si 0.063 0.092 -0.06
Si -0.134 -0.145 -0.08
Si 0.02 -0.01 -0.022
Si -0.005 -0.09 0.154
Si -0.105 -0.1 0.151
Si 0.12 0.054 -0.212
Si 0.115 0.05 0.064
Si 0.034 -0.01 0.096
Si 0.035 -0.096 0.019
Si 0.042 -0.011 -0.079
Si 0.132 -0.035 0.044
Si -0.084 0.021 0.104
Si -0.093 0.075 0.045
Si 0.003 -0.064 -0.122
Si -0.032 0.112 -0.087
Si -0.013 0.086 0.055
Si -0.031 0.15 -0.042
Si -0.038 0.015 -0.157
Si -0.057 0.029 -0.101
Si 0.07 -0.064 0.061
Si 0.025 0.079 -0.063
Si 0.006 0 -0.003
Si -0.003 0.011 0.005
Si 0.003 -0.008 -0.001
Si -0.013 0.007 -0.005
Si -0.013 0.005 -0.001
Si -0.002 0.006 -0.011
Si 0.008 0.012 -0.002
Si 0.02 0.003 -0.005
Si -0.001 0.017 0.005
Si -0.007 0.009 0.013
Si -0.002 0.016 -0.005
Si 0.008 -0.008 0.007
Si -0.004 -0.003 0.007
Si -0.004 0.005 0.003
Si 0.001 -0.011 0.012
Si -0.012 0.01 0.003
Si -0.024 0.003 0.013
Si -0.007 -0.01 0.007
Si 0 0.01 0.003
Si -0.005 -0.011 -0.001
Si -0.002 -0.002 0.005
Si 0.007 0.006 -0.003
Si 0.02 -0.015 -0.004
Si 0.001 0.002 -0.006
Si -0.001 -0.01 -0.004
Si 0.011 0.006 0.001
Si 0.005 -0.002 -0.003
Si 0.005 -0.001 -0.001
Si 0 0.007 -0.004
Si 0.007 -0.006 0.006
Si 0 0.004 0.001
Si 0 0 0.005
Si -0.007 0.005 0.002
Si -0.003 -0.001 0.005
Si 0.001 0.011 0.006
Si 0.005 -0.005 -0.01
Si 0.001 -0.004 -0.011
Si 0.009 0 -0.003
Si -0.005 -0.003 -0.007
Si -0.002 -0.001 -0.006
Si -0.004 0.011 -0.006
Si -0.011 -0.011 -0.006
Si 0.004 -0.001 -0.009
Si -0.008 -0.001 -0.002
Si -0.003 0 -0.013
Si -0.004 -0.009 0
Si 0.009 0.008 -0.009
Si 0.006 0.015 -0.008
Si 0.004 0.004 0.001
Si -0.009 -0.005 -0.005
Si 0.002 0.01 0
Si -0.005 -0.001 -0.005
Si -0.011 -0.01 -0.001
Si -0.003 -0.004 -0.012
Si -0.001 0.015 -0.001
Si -0.004 0 0.009
Si -0.003 0 0.001
Si 0.002 0.001 0.003
Si 0.006 -0.004 0.001
Si 0.008 -0.006 0.003
Si -0.001 0.006 0.002
Si 0.005 -0.012 0.003
Si -0.001 -0.005 0.001
Si 0.003 0.009 0
Si 0.006 -0.005 0
Si 0.001 -0.007 0.001
Si 0.003 -0.014 -0.001
Si -0.001 0.008 0.005
Si 0.004 0.002 0
Si 0.002 -0.003 0.002
Si 0.009 -0.002 0.005
Si -0.003 -0.007 0.003
Si -0.002 -0.005 -0.002
Si 0.001 -0.001 -0.002
Si 0.002 0.006 -0.002
Si 0.003 0 -0.006
Si -0.008 -0.003 -0.002
Si -0.002 0.002 -0.002
Si 0.008 -0.003 0.001
Si -0.001 0.004 -0.003
Si -0.008 0.003 -0.001
Si -0.005 -0.007 0.001
Si -0.008 -0.002 0.002
Si -0.002 0.003 0.002
Si 0.002 0.016 -0.002
Si -0.01 -0.009 -0.004
Si 0 -0.005 0.003
Si -0.001 0.002 0
Si -0.007 0.001 0
Si 0.001 0.001 -0.004
Si 0.001 0.008 0
Si 0.008 -0.003 -0.002
Si 0.001 -0.002 0.003
Si 0 -0.004 -0.003
Si 0.007 -0.004 0
Si -0.008 -0.008 -0.004
Si 0.001 0.013 0.006
Si -0.003 -0.004 0.003
Si 0 0.005 0.003
Si 0.01 0.002 0.003
Si -0.001 0.001 -0.001
Si 0.004 -0.007 0.001
Si -0.002 -0.006 -0.006
Si 0 -0.001 0
Si 0.001 0.008 0.004
Si 0.008 -0.001 0.001
Si 0.005 -0.001 0
Si -0.001 -0.002 0.008
Si 0.005 -0.008 0.001
Si -0.01 0.012 0.003
Si 0 0.013 -0.003
Si 0.002 -0.007 -0.007
Si 0 -0.002 0.002
Si 0.011 -0.003 -0.004
Si 0.001 0.005 0.002
Si 0.001 -0.008 0.002
Si 0.006 -0.001 -0.004
Si -0.016 0.011 0.004
Si -0.003 0.008 -0.005
Si 0.006 -0.004 0.008
Si 0.006 -0.008 -0.004
Si 0 -0.002 0.005
Si -0.01 -0.002 0.01
Si 0.001 -0.006 -0.004
Si 0.01 0.002 0.002
Si -0.02 0.018 -0.006
Si 0.003 -0.01 -0.002
Si 0 -0.005 0.008
Si 0.006 0.002 0.006
Si 0.008 -0.006 0
Si 0.002 0.002 0.003
Si -0.002 0.002 0.003
Si -0.005 -0.005 -0.004
Si 0.007 0.003 0.006
Si 0.009 0.009 0
Si 0.004 -0.004 -0.003
Si -0.002 -0.011 0.002
Si 0.003 -0.007 0.007
Si 0.001 0.002 0.004
Si 0.001 -0.005 0.004
Si 0.006 -0.005 -0.003
Si 0.002 0.004 0.006
Si 0.001 -0.006 0.001
Si 0.009 0.007 0.005
Si -0.233 0.14 0.715
Si 0.18 -0.057 0.773
Si -0.114 0.044 0.692
Si -0.128 0.187 0.814
Si 0.215 -0.228 0.724
Si 0.108 -0.269 0.674
Si -0.2 0.179 0.691
Si -0.039 0.118 0.671
Si 0.141 -0.175 0.774
Si 0.236 -0.126 0.686
Si -0.295 0.105 0.697
Si -0.142 0.259 0.746
Si 0.134 -0.296 0.749
Si 0.24 -0.074 0.695
Si 0.106 0.196 0.643
Si 0.058 -0.127 0.726
Si 0.006 -0.046 0.477
Si -0.074 0.235 0.741
Si 0.013 -0.003 -0.038
Si -0.02 -0.006 -0.056
Si 0.002 -0.013 -0.054
Si 0.007 -0.016 -0.068
Si -0.022 0.004 -0.031
Si 0.03 0.019 -0.029
Si 0.003 -0.013 -0.051
Si 0.009 -0.004 -0.023
Si 0.001 0.003 -0.057
Si -0.031 -0.011 -0.027
Si 0.002 -0.027 -0.038
Si -0.029 0.016 -0.04
Si 0.006 0.035 -0.073
Si -0.019 0.008 -0.041
Si -0.002 -0.005 -0.043
Si -0.021 -0.015 -0.072
Si 0.002 -0.01 -0.065
Si -0.008 -0.022 -0.091
Si 0 0.003 0.024
Si 0.012 -0.008 0.04
Si -0.006 0 -0.004
Si -0.001 -0.013 -0.009
Si -0.001 0.013 0.05
Si -0.013 0.005 0.027
Si -0.023 0.012 0.01
Si -0.004 0.018 0.011
Si -0.013 0 0.046
Si 0.01 -0.004 0.008
Si -0.001 0.01 0.013
Si 0.036 0.016 0.059
Si -0.002 -0.026 0.049
Si -0.002 0.002 0.014
Si 0.013 -0.012 0.01
Si 0.021 -0.005 0.049
Si -0.017 0.005 0.015
Si 0.015 -0.02 0.016
Si -0.006 0.014 0.01
Si 0.013 0 -0.014
Si -0.016 -0.019 -0.003
Si -0.003 0.008 -0.005
Si -0.004 0.033 -0.008
Si -0.014 -0.011 -0.019
Si -0.001 -0.002 0.023
Si -0.003 0 0.009
Si -0.004 0.01 -0.025
Si -0.014 0.013 -0.01
Si -0.002 0.027 0.016
Si 0.016 0.003 -0.016
Si -0.004 -0.031 -0.014
Si 0.01 0.031 -0.023
Si -0.008 0.019 0.016
Si -0.005 -0.006 -0.009
Si -0.027 0.008 -0.03
Si -0.001 0.003 0.01
Si 0.01 -0.002 -0.005
Si -0.007 0.005 -0.005
Si -0.004 0.003 -0.007
Si -0.019 -0.012 -0.01
Si -0.007 0 -0.004
Si 0.007 -0.013 -0.004
Si 0.005 0.01 0.005
Si 0.006 -0.002 -0.004
Si -0.015 0.002 -0.002
Si -0.011 0.008 -0.021
Si 0.003 0.003 -0.002
Si -0.002 0.005 -0.008
Si 0.003 0.011 -0.003
Si 0.004 0.017 -0.01
Si 0.009 0.011 -0.006
Si -0.008 0.001 -0.004
Si -0.003 0.007 -0.009
Si -0.011 0.013 -0.006
Si 0.003 -0.013 0.02
Si 0.008 0.002 -0.008
Si 0.01 0.019 0.012
Si 0.001 0.02 -0.019
Si -0.003 0.014 -0.014
Si -0.003 -0.013 -0.001
Si 0.017 -0.026 -0.015
Si -0.025 -0.011 0.021
Si 0.013 -0.009 0.007
Si -0.017 0.009 -0.008
Si -0.013 0 0
Si -0.016 0 -0.02
Si -0.009 -0.041 0.025
Si 0.012 -0.019 0.016
Si -0.012 -0.002 0.003
Si -0.003 0.015 0.016
Si 0.006 -0.017 0.007
Si 0.005 0.003 -0.024
Si -0.023 0.001 -0.013
Si -0.008 -0.004 -0.031
Si -0.022 -0.001 -0.044
Si 0.011 -0.026 -0.003
Si 0 -0.011 0.006
Si -0.002 -0.018 -0.022
Si -0.012 0.029 0.001
Si 0.014 -0.001 -0.045
Si -0.004 -0.018 -0.039
Si -0.016 -0.002 -0.013
Si 0.007 0.01 -0.015
Si -0.011 0.011 0.012
Si 0.019 0.045 -0.037
Si 0.006 0.002 -0.013
Si 0.011 0.005 -0.002
Si 0.001 -0.01 -0.047
Si 0.017 -0.003 -0.005
Si -0.004 0.053 -0.024
Si 0.013 -0.022 0.037
Si 0.012 -0.011 0.041
Si 0.022 0.018 0.056
Si -0.006 -0.003 0.088
Si -0.02 -0.01 0.07
Si 0.028 0.009 0.04
Si -0.009 -0.016 0.044
Si 0.018 0.017 0.056
Si -0.011 0.012 0.039
Si -0.022 0.035 0.03
Si 0.02 -0.002 0.042
Si -0.011 -0.033 0.058
Si -0.024 -0.032 0.065
Si -0.008 -0.011 0.058
Si 0 -0.021 0.07
Si 0.016 0.015 0.031
Si -0.021 0.008 0.049
Si -0.008 0.006 0.048
Si -0.328 -0.168 -0.739
Si 0.037 0.178 -0.69
Si -0.192 -0.165 -0.709
Si 0.166 0.175 -0.83
Si 0.182 0.17 -0.799
Si -0.198 -0.177 -0.715
Si 0.231 0.214 -0.748
Si -0.047 -0.218 -0.784
Si -0.107 -0.186 -0.738
Si 0.064 0.082 -0.682
Si -0.21 -0.084 -0.675
Si 0.168 0.254 -0.701
Si -0.163 0.002 -0.719
Si 0.166 0.187 -0.721
Si 0.16 0.147 -0.826
Si -0.173 -0.213 -0.765
Si -0.061 -0.349 -0.685
Si 0.306 0.124 -0.701
Si -0.029 -0.046 0.022
Si 0.078 0.049 0.083
Si -0.093 0.035 0.077
Si -0.078 -0.072 -0.164
Si 0.071 0.019 -0.054
Si -0.076 0.006 -0.021
Si -0.091 -0.217 -0.012
Si 0.092 -0.089 -0.082
Si 0.002 0.033 0.034
Si 0.07 -0.116 -0.042
Si 0.033 -0.033 -0.042
Si 0.097 -0.013 -0.12
Si -0.032 0.042 0.149
Si 0.112 -0.082 0.011
Si 0.031 -0.014 -0.006
Si -0.142 -0.069 0.108
Si 0.134 -0.065 -0.054
Si 0.071 0.132 -0.029
Si -0.095 -0.073 0.001
Si 0.013 -0.077 -0.004
Si -0.049 -0.076 -0.016
Si -0.004 -0.072 0.008
Si 0.036 0.01 -0.195
Si -0.128 -0.029 0.119
Si 0.014 0.111 0.211
Si -0.067 -0.052 0.064
Si -0.023 -0.045 -0.085
Si -0.15 0.009 -0.007
Si 0.013 -0.06 -0.058
Si -0.059 0.034 -0.154
Si -0.059 0.092 0.06
Si 0.027 -0.002 0.058
Si -0.049 0.066 -0.079
Si 0.029 0.06 -0.149
Si 0 -0.024 -0.009
Si 0.036 0.14 -0.02
Si -0.11 0.07 -0.082
Si 0 0.101 0.071
Si -0.086 0.077 0.067
Si 0.023 0.076 0.097
Si -0.085 0.114 0.054
Si 0.064 0.065 0.017
Si -0.05 -0.042 -0.119
Si -0.088 0.04 -0.035
Si 0.034 0.015 0.058
Si 0.01 0.074 0.062
Si 0.024 -0.005 -0.091
Si 0.079 0.059 -0.005
Si 0.094 -0.028 0.116
Si 0.094 0.03 0.156
Si 0.144 0.064 -0.062
Si 0.054 0.074 -0.041
Si 0.089 0.026 -0.007
Si 0.078 -0.057 0.06
Si 0.006 -0.008 0.008
Si -0.005 0.013 0.007
Si -0.008 -0.008 0.007
Si -0.018 -0.011 0
Si 0.005 -0.005 0.003
